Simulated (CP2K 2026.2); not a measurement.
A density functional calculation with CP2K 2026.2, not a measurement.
Periodic cell of 1182 atoms, Si850O332, from a study of silicon, its oxide and their interface. The atomic structure is a simulated model.
Doubt: the forces sum to 2.34 eV/angstrom along one axis rather than to zero, so they err by at least 0.0020 eV/angstrom per atom on average; the grid cutoff is modest.

Settings
functional: PBE
method: Gaussian and plane waves
basis set: DZVP-MOLOPT-SR-GTH
pseudopotentials: GTH-PBE
grid cutoff: 400 Ry, relative cutoff 50 Ry
k points: Gamma only
occupations: fixed
spin: none
net charge: 0

Cell vectors (angstrom)
a, 16.4025, 0, 0
b, 0, 32.805, 0
c, 0, 0, 40.3986

Atoms: element, x, y, z (angstrom)
Si, -0.5174, 0.2145, 0.3236
Si, 2.3933, 2.7413, 0.1534
Si, 0.2066, 4.9287, 0.2218
Si, 3.5115, 7.3182, 0.0382
Si, 0.3941, 10.6568, 0.107
Si, 3.1542, 13.2211, -0.1449
Si, -0.1606, 16.4013, 0.0308
Si, 2.3746, 19.248, -0.163
Si, 0.2822, 21.621, 0.0089
Si, 2.9652, 24.5537, 0.0583
Si, -0.3887, 27.9213, 0.0704
Si, 3.0265, 30.2316, 0.2132
Si, 5.8883, -0.2942, 0.2132
Si, 7.9239, 3.1559, 0.1241
Si, 5.6745, 5.2238, 0.4746
Si, 8.6683, 7.8898, 0.1305
Si, 5.3276, 10.8565, -0.2284
Si, 7.955, 13.8587, -0.1831
Si, 5.8199, 16.3038, -0.1431
Si, 8.2645, 19.3377, 0.0813
Si, 5.8458, 21.4045, 0.2968
Si, 7.8973, 24.7233, 0.1715
Si, 5.6842, 26.9437, 0.4575
Si, 7.839, 30.0809, 0.4198
Si, 11.5143, -0.6813, 0.082
Si, 13.7361, 2.4053, 0.3933
Si, 10.9655, 5.8479, 0.0636
Si, 13.5477, 8.3889, 0.0867
Si, 11.3911, 10.6815, -0.1271
Si, 13.1477, 13.9624, -0.2482
Si, 11.0467, 16.3872, -0.1972
Si, 14.0446, 18.6574, 0.0289
Si, 11.0934, 21.7939, -0.0502
Si, 13.2001, 25.064, -0.1854
Si, 11.0281, 27.318, 0.2564
Si, 13.705, 30.0065, 0.5558
Si, 1.24, 1.2979, 1.5828
Si, 4.1154, 3.8364, 1.5258
Si, 1.5435, 6.5469, 1.3641
Si, 4.2395, 9.318, 1.2587
Si, 1.536, 12.2565, 1.3326
Si, 4.1829, 15.0122, 1.1151
Si, 1.3804, 17.6639, 1.3233
Si, 4.0715, 20.2873, 1.3406
Si, 1.5066, 23.1256, 1.3573
Si, 4.1686, 25.7304, 1.698
Si, 1.4401, 28.7875, 1.4064
Si, 4.1793, 31.6081, 1.6624
Si, 6.9753, 1.3886, 1.4684
Si, 9.6932, 4.1672, 1.3735
Si, 7.046, 6.7737, 1.549
Si, 9.7766, 9.5693, 1.3355
Si, 6.9015, 12.1592, 1.122
Si, 9.596, 15.0025, 1.1561
Si, 6.9858, 17.7322, 1.329
Si, 9.8217, 20.4271, 1.4374
Si, 6.8762, 23.1115, 1.5668
Si, 9.5299, 25.9136, 1.4752
Si, 6.6467, 28.6549, 1.8006
Si, 9.6732, 31.2541, 1.4309
Si, 12.2812, 1.08, 1.5906
Si, 15.0195, 3.9409, 1.6377
Si, 12.3866, 6.9421, 1.5619
Si, 15.1762, 9.5275, 1.385
Si, 12.3618, 12.3012, 1.3081
Si, 14.9702, 14.8389, 1.2129
Si, 12.3416, 17.6757, 1.3432
Si, 15.0594, 20.4603, 1.2861
Si, 12.2684, 23.3518, 1.2854
Si, 15.007, 26.0258, 1.2021
Si, 12.2328, 28.6646, 1.7511
Si, 14.9968, 31.4504, 1.8303
Si, -0.0267, 2.6411, 3.0306
Si, 2.7108, 0.0592, 2.9552
Si, 0.1256, 8.0657, 2.6949
Si, 2.8262, 5.2864, 2.8878
Si, 0.0513, 13.5999, 2.6259
Si, 2.8464, 10.7783, 2.6564
Si, 0.0151, 19.0621, 2.7088
Si, 2.8007, 16.3006, 2.6077
Si, 0.0177, 24.5758, 2.614
Si, 2.8046, 21.7443, 2.7671
Si, 0.1244, 30.0855, 2.9465
Si, 2.717, 27.2776, 2.8106
Si, 5.5259, 2.5812, 2.8997
Si, 8.3526, -0.0229, 2.8024
Si, 5.6339, 8.1687, 2.7835
Si, 8.3823, 5.4396, 2.8986
Si, 5.5392, 13.5924, 2.5656
Si, 8.2978, 10.9051, 2.6096
Si, 5.506, 18.9905, 2.7105
Si, 8.3105, 16.3309, 2.6593
Si, 5.5204, 24.4043, 3.0025
Si, 8.3642, 21.783, 2.8038
Si, 5.3701, 30.1113, 3.0454
Si, 8.188, 27.267, 2.9334
Si, 10.9355, 2.647, 2.7719
Si, 13.6006, -0.066, 3.1246
Si, 11.0289, 8.2884, 2.8777
Si, 13.7033, 5.4523, 2.8453
Si, 10.9303, 13.6225, 2.6322
Si, 13.8046, 10.971, 2.7133
Si, 11.0817, 19.0465, 2.7863
Si, 13.688, 16.2485, 2.6783
Si, 10.9395, 24.5645, 2.8202
Si, 13.6828, 21.8912, 2.6298
Si, 10.8658, 30.0179, 3.0263
Si, 13.7167, 27.2502, 2.865
Si, 1.3981, 4.036, 4.3065
Si, 4.1277, 1.3385, 4.3197
Si, 1.4569, 9.4662, 4.0762
Si, 4.2146, 6.7775, 4.1382
Si, 1.4067, 14.9818, 3.9971
Si, 4.1867, 12.2285, 4.0142
Si, 1.3864, 20.4176, 4.1136
Si, 4.1291, 17.6423, 4.0685
Si, 1.3196, 25.903, 4.1288
Si, 4.0961, 23.0647, 4.2559
Si, 1.4281, 31.4467, 4.3416
Si, 4.0327, 28.6318, 4.2805
Si, 6.9017, 4.0547, 4.1854
Si, 9.6083, 1.3522, 4.2475
Si, 6.9619, 9.5934, 4.0986
Si, 9.6817, 6.8753, 4.2399
Si, 6.8941, 14.9673, 4.0188
Si, 9.5908, 12.2793, 4.0491
Si, 6.8829, 20.4064, 4.0935
Si, 9.6412, 17.6926, 4.0921
Si, 6.8507, 25.8675, 4.2907
Si, 9.6271, 23.1799, 4.2208
Si, 6.9083, 31.4447, 4.2403
Si, 9.5306, 28.6148, 4.3322
Si, 12.3083, 4.0536, 4.165
Si, 15.0058, 1.3181, 4.4039
Si, 12.4351, 9.6468, 4.1608
Si, 15.1267, 6.8027, 4.1546
Si, 12.3018, 14.9457, 4.0789
Si, 15.1551, 12.2887, 4.0984
Si, 12.4002, 20.4882, 4.0922
Si, 15.0494, 17.6663, 4.0655
Si, 12.3206, 25.8958, 4.2247
Si, 15.0708, 23.2078, 4.041
Si, 12.248, 31.3393, 4.3964
Si, 15.09, 28.6548, 4.2265
Si, -0.0306, 0.0168, 16.452
Si, 2.7167, 2.7821, 16.4439
Si, -0.0109, 5.5492, 16.4436
Si, 2.7382, 8.2887, 16.4742
Si, 0.0101, 10.9866, 16.492
Si, 2.7385, 13.692, 16.5043
Si, 0.0159, 16.3966, 16.5113
Si, 2.7461, 19.1093, 16.5094
Si, -0.0032, 21.8159, 16.4898
Si, 2.7148, 24.5618, 16.4781
Si, -0.0241, 27.3036, 16.4466
Si, 2.7012, 30.0626, 16.4297
Si, 5.4409, 0.0223, 16.4381
Si, 8.1765, 2.784, 16.4393
Si, 5.4522, 5.531, 16.4633
Si, 8.1928, 8.2603, 16.4811
Si, 5.474, 10.9995, 16.4993
Si, 8.2045, 13.7015, 16.5179
Si, 5.4641, 16.3913, 16.5001
Si, 8.1938, 19.1056, 16.4888
Si, 5.4683, 21.835, 16.5003
Si, 8.1762, 24.5617, 16.4907
Si, 5.4291, 27.3077, 16.4569
Si, 8.1457, 30.0664, 16.4446
Si, 10.8887, 0.0222, 16.4344
Si, 13.6285, 2.784, 16.4261
Si, 10.9144, 5.5329, 16.4551
Si, 13.6717, 8.2788, 16.469
Si, 10.9405, 10.9896, 16.4968
Si, 13.6835, 13.6959, 16.5013
Si, 10.9344, 16.398, 16.5221
Si, 13.6692, 19.1028, 16.5159
Si, 10.928, 21.8249, 16.4756
Si, 13.6537, 24.5565, 16.4508
Si, 10.8923, 27.3042, 16.4711
Si, 13.6264, 30.058, 16.4625
Si, 1.3416, 1.4102, 17.7917
Si, 4.0663, 4.1683, 17.8113
Si, 1.3432, 6.9349, 17.8147
Si, 4.0898, 9.6565, 17.8651
Si, 1.3721, 12.3388, 17.8818
Si, 4.0925, 15.0524, 17.8901
Si, 1.3851, 17.751, 17.8936
Si, 4.108, 20.4803, 17.8837
Si, 1.3489, 23.1985, 17.8512
Si, 4.0619, 25.955, 17.8378
Si, 1.3296, 28.6984, 17.7897
Si, 4.056, 31.4524, 17.7767
Si, 6.7932, 1.4216, 17.7888
Si, 9.5233, 4.1699, 17.805
Si, 6.8065, 6.9033, 17.8396
Si, 9.5505, 9.6341, 17.852
Si, 6.8204, 12.3628, 17.8963
Si, 9.5571, 15.0594, 17.9154
Si, 6.8264, 17.7531, 17.8683
Si, 9.5522, 20.4781, 17.8504
Si, 6.8142, 23.2109, 17.8844
Si, 9.522, 25.9506, 17.8557
Si, 6.7614, 28.7128, 17.811
Si, 9.4968, 31.4671, 17.7838
Si, 12.2347, 1.4288, 17.7751
Si, 14.9843, 4.1834, 17.7611
Si, 12.2758, 6.921, 17.807
Si, 15.031, 9.6395, 17.8595
Si, 12.3061, 12.3538, 17.876
Si, 15.0517, 15.0419, 17.8898
Si, 12.2948, 17.7587, 17.9061
Si, 15.0444, 20.4627, 17.885
Si, 12.2966, 23.199, 17.8264
Si, 15.011, 25.9331, 17.8044
Si, 12.2425, 28.6953, 17.828
Si, 14.9859, 31.454, 17.8083
Si, -0.0511, 2.8163, 19.0903
Si, 2.7156, 0.03, 19.1411
Si, -0.007, 8.2793, 19.2296
Si, 2.7074, 5.5697, 19.1574
Si, 0.0247, 13.6949, 19.2733
Si, 2.7359, 11.0047, 19.2779
Si, 0.02, 19.1068, 19.2694
Si, 2.7462, 16.4037, 19.2924
Si, -0.0376, 24.5752, 19.19
Si, 2.7307, 21.8606, 19.2348
Si, -0.0333, 30.0709, 19.1491
Si, 2.677, 27.343, 19.175
Si, 5.4337, 2.7915, 19.1607
Si, 8.1402, 0.0459, 19.148
Si, 5.4575, 8.2889, 19.2129
Si, 8.1587, 5.5191, 19.1967
Si, 5.4413, 13.7123, 19.2896
Si, 8.196, 10.9924, 19.2446
Si, 5.4754, 19.1061, 19.2525
Si, 8.164, 16.4196, 19.2864
Si, 5.4213, 24.6014, 19.2246
Si, 8.1968, 21.8308, 19.2373
Si, 5.3741, 30.0817, 19.1678
Si, 8.1161, 27.3508, 19.1798
Si, 10.8773, 2.7968, 19.1584
Si, 13.587, 0.0517, 19.1185
Si, 10.9235, 8.2721, 19.2022
Si, 13.6351, 5.5484, 19.1472
Si, 10.9456, 13.6994, 19.2742
Si, 13.6835, 11.0097, 19.2469
Si, 10.8943, 19.1325, 19.2514
Si, 13.6829, 16.3956, 19.2693
Si, 10.9176, 24.5582, 19.1812
Si, 13.6658, 21.8564, 19.2153
Si, 10.8327, 30.0887, 19.149
Si, 13.6318, 27.2987, 19.1503
Si, 1.2618, 4.2313, 20.4465
Si, 4.0758, 1.4057, 20.5066
Si, 1.3598, 9.634, 20.6329
Si, 4.0684, 6.928, 20.5483
Si, 1.3914, 15.0339, 20.6762
Si, 4.0681, 12.3816, 20.6926
Si, 1.4052, 20.4797, 20.6222
Si, 4.1222, 17.7701, 20.6616
Si, 1.3116, 25.9709, 20.5279
Si, 4.0511, 23.2592, 20.6168
Si, 1.3345, 31.4681, 20.4908
Si, 3.9856, 28.7413, 20.5616
Si, 6.7733, 4.1548, 20.5644
Si, 9.485, 1.4353, 20.5203
Si, 6.8094, 9.6484, 20.607
Si, 9.5294, 6.905, 20.5395
Si, 6.7726, 15.0878, 20.6815
Si, 9.573, 12.3293, 20.6322
Si, 6.8477, 20.456, 20.6212
Si, 9.506, 17.8073, 20.6584
Si, 6.7374, 26.0295, 20.5806
Si, 9.5785, 23.2065, 20.5834
Si, 6.7303, 31.4959, 20.4795
Si, 9.4477, 28.751, 20.5328
Si, 12.2411, 4.2003, 20.492
Si, 14.9686, 1.4548, 20.4205
Si, 12.2878, 9.6447, 20.5748
Si, 14.9936, 6.8929, 20.5448
Si, 12.3128, 15.0579, 20.6624
Si, 15.0549, 12.3545, 20.6529
Si, 12.2728, 20.5193, 20.5754
Si, 15.0745, 17.7269, 20.6502
Si, 12.2842, 25.925, 20.5315
Si, 15.0199, 23.2235, 20.599
Si, 12.1696, 31.5166, 20.466
Si, 14.9909, 28.6836, 20.4882
Si, -0.0583, 0.0871, 21.7327
Si, 2.647, 2.8476, 21.6936
Si, -0.0675, 5.5384, 21.9368
Si, 2.6885, 8.2141, 21.9872
Si, 0.0246, 11.0046, 22.0412
Si, 2.7426, 13.7585, 22.1523
Si, 0.0485, 16.3752, 22.0754
Si, 2.787, 19.1463, 22.0369
Si, 0.0461, 21.8726, 21.9446
Si, 2.6658, 24.6783, 21.9642
Si, -0.0883, 27.2952, 21.8913
Si, 2.6173, 30.1189, 21.9565
Si, 5.4391, 0.0538, 21.9186
Si, 8.0866, 2.7346, 21.9477
Si, 5.4517, 5.6008, 21.9042
Si, 8.2291, 8.3044, 21.9385
Si, 5.4217, 10.9679, 22.0214
Si, 8.1618, 13.6852, 21.9663
Si, 5.4271, 16.4452, 22.1388
Si, 8.1511, 19.1309, 22.1241
Si, 5.4527, 21.8434, 21.9042
Si, 8.1931, 24.6557, 21.8301
Si, 5.2969, 27.378, 21.972
Si, 8.0113, 30.1259, 21.8757
Si, 10.8408, 0.0794, 21.8874
Si, 13.6683, 2.8682, 21.7883
Si, 10.8434, 5.5053, 21.8987
Si, 13.6385, 8.2581, 21.9107
Si, 10.9596, 10.9767, 22.0108
Si, 13.7218, 13.7268, 22.0563
Si, 10.8971, 16.4409, 21.9795
Si, 13.64, 19.1278, 21.8864
Si, 10.9373, 21.8613, 22.0151
Si, 13.6188, 24.5698, 21.9817
Si, 10.883, 27.3502, 21.7832
Si, 13.5723, 30.1159, 21.7043
Si, 1.239, 1.5582, 23.0337
Si, 3.9087, 4.2503, 23.0614
Si, 1.2869, 6.8632, 23.3706
Si, 4.05, 9.5517, 23.3891
Si, 1.3646, 12.3705, 23.5111
Si, 4.0392, 15.1857, 23.6155
Si, 1.49, 17.7296, 23.4307
Si, 4.1921, 20.5108, 23.4144
Si, 1.3817, 23.2675, 23.3488
Si, 3.8762, 26.1127, 23.4217
Si, 1.1457, 28.736, 23.2884
Si, 4.0252, 31.5435, 23.2914
Si, 6.7646, 1.3646, 23.4108
Si, 9.4497, 4.1299, 23.2698
Si, 6.8839, 6.9389, 23.3005
Si, 9.5983, 9.6083, 23.3827
Si, 6.8147, 12.3417, 23.3919
Si, 9.4912, 15.0817, 23.3288
Si, 6.7643, 17.7694, 23.5944
Si, 9.5733, 20.5237, 23.4413
Si, 6.7986, 23.3075, 23.145
Si, 9.5533, 26.0206, 23.2264
Si, 6.5674, 28.8515, 23.2926
Si, 9.3204, 31.5585, 23.2019
Si, 12.2996, 1.5331, 23.1132
Si, 14.9454, 4.1731, 23.2932
Si, 12.1734, 6.9383, 23.2291
Si, 15.0748, 9.5283, 23.3216
Si, 12.3746, 12.3078, 23.3673
Si, 15.0436, 15.0857, 23.5223
Si, 12.2394, 17.863, 23.3041
Si, 15.0744, 20.4284, 23.1978
Si, 12.3283, 23.1809, 23.4312
Si, 15.0229, 25.9125, 23.3319
Si, 12.2427, 28.76, 23.1019
Si, 14.9385, 31.5095, 23.0018
Si, -0.015, 2.8062, 24.6004
Si, 2.5479, 0.218, 24.3626
Si, -0.0492, 8.1641, 24.8391
Si, 2.6257, 5.4546, 24.6539
Si, 0.0431, 13.7303, 25.0328
Si, 2.6494, 10.8358, 24.821
Si, 0.0625, 19.1521, 24.5621
Si, 2.7983, 16.671, 25.1746
Si, -0.1235, 24.4156, 24.7749
Si, 2.8645, 21.9792, 24.7004
Si, -0.2983, 30.171, 24.4992
Si, 2.3577, 27.5109, 24.8982
Si, 5.1984, 2.8858, 24.3592
Si, 8.116, -0.0804, 24.9623
Si, 5.5496, 8.2642, 24.7147
Si, 8.1776, 5.5534, 24.7091
Si, 5.3714, 13.6594, 24.806
Si, 8.2874, 11.0033, 24.7414
Si, 5.496, 19.2467, 25.0451
Si, 8.0791, 16.261, 24.8974
Si, 5.4006, 24.6404, 24.4616
Si, 8.2154, 22.1074, 24.5738
Si, 5.1776, 30.1533, 24.8674
Si, 8.044, 27.4656, 24.4226
Si, 10.9004, 2.7614, 24.5304
Si, 13.7089, 0.1326, 24.3323
Si, 10.8718, 8.1979, 24.7987
Si, 13.5164, 5.6087, 24.5546
Si, 11.0333, 13.8127, 24.5569
Si, 13.7319, 10.8437, 24.6827
Si, 10.8546, 19.0325, 24.8454
Si, 13.6626, 16.6952, 24.7142
Si, 10.9745, 24.7184, 24.7111
Si, 13.7355, 21.5941, 24.6704
Si, 10.7443, 30.1407, 24.3076
Si, 13.7011, 27.5049, 24.4911
Si, 1.3994, 3.982, 26.156
Si, 3.5759, 1.8488, 25.7351
Si, 1.108, 9.6563, 26.3415
Si, 4.2716, 6.6315, 25.833
Si, 1.0025, 15.6394, 26.3854
Si, 4.2373, 12.0273, 26.0551
Si, 1.4231, 20.5418, 25.8131
Si, 3.7102, 18.5593, 26.6961
Si, 0.9547, 25.9715, 26.1465
Si, 4.6664, 23.0137, 25.9955
Si, 1.0792, 31.6955, 25.5615
Si, 3.1811, 29.4418, 26.176
Si, 6.3357, 4.4434, 25.6527
Si, 10.1223, 0.9705, 25.8815
Si, 6.7248, 9.8921, 26.1104
Si, 9.6626, 6.6795, 26.282
Si, 6.8906, 14.5741, 26.3689
Si, 9.4824, 12.7267, 25.8775
Si, 6.9477, 20.8782, 26.0655
Si, 9.762, 17.2832, 26.1592
Si, 6.7841, 25.9892, 25.7207
Si, 9.1029, 23.9043, 25.9105
Si, 6.771, 31.1013, 26.379
Si, 9.7366, 28.4774, 25.69
Si, 11.9018, 4.502, 25.8553
Si, 15.3622, 1.0588, 25.8038
Si, 12.5604, 9.3111, 26.0657
Si, 14.6603, 7.0106, 26.0853
Si, 12.1945, 15.3636, 25.9317
Si, 15.2685, 11.872, 26.1525
Si, 12.2938, 20.3567, 26.1698
Si, 15.1904, 17.9683, 26.1677
Si, 12.194, 26.4722, 25.9539
Si, 15.3628, 22.4646, 26.1237
Si, 12.2019, 31.5475, 25.3655
Si, 14.32, 29.3467, 25.9121
Si, 1.0675, -3.8263, 31.0828
Si, -0.6219, 5.0722, 28.438
Si, 6.3878, 5.9524, 32.0711
Si, -2.3807, 13.7468, 28.0748
Si, 0.5607, 14.5896, 29.0873
Si, -5.5604, 22.4889, 27.765
Si, 4.2755, 18.8061, 32.3854
Si, 4.7327, 24.2152, 28.9027
Si, -0.812, 25.95, 28.578
Si, 3.6871, 28.8014, 29.3279
Si, 5.3341, 0.4432, 28.0401
Si, 10.5498, -1.5878, 32.2585
Si, 3.1141, 8.2723, 28.2823
Si, 8.8309, 6.3257, 33.8075
Si, 6.9279, 9.5441, 31.0632
Si, 8.0854, 12.4325, 30.7662
Si, 3.0996, 12.856, 28.9899
Si, 8.7294, 20.7489, 28.7829
Si, 8.2793, 17.8455, 29.0052
Si, 13.644, 23.3965, 28.5608
Si, 5.9499, 26.8474, 28.5171
Si, 6.6226, 35.8339, 28.3791
Si, 8.323, -3.9724, 28.2036
Si, 13.7756, 2.8214, 27.9156
Si, 8.5224, 8.6633, 28.5382
Si, 10.1982, 12.7635, 28.8471
Si, 5.9477, 9.4948, 33.9858
Si, 10.4473, 13.8225, 32.4223
Si, 13.2082, 14.0402, 30.9614
Si, 12.9672, 18.2026, 33.4999
Si, 12.7871, 27.2737, 33.1568
Si, 9.4146, 33.1034, 30.5243
Si, -0.3538, 5.9144, 35.7814
Si, 3.0495, 4.6387, 32.7552
Si, 0.4479, 7.8929, 33.5805
Si, 2.9783, 9.67, 33.0838
Si, 1.0905, 12.0528, 33.1488
Si, 5.8326, 13.4517, 29.2117
Si, 1.1702, 22.2538, 30.0461
Si, 1.8562, 24.6441, 28.6904
Si, 0.7279, 30.6143, 33.375
Si, 2.8087, 32.8693, 33.2672
Si, 5.0661, -1.9013, 34.1099
Si, 6.5805, 7.0647, 35.915
Si, 13.2634, 8.8143, 31.1498
Si, 4.703, 10.6376, 29.3083
Si, 10.0144, 15.6997, 30.2644
Si, 4.603, 21.5913, 35.6314
Si, 13.8472, 19.2185, 28.7102
Si, 10.7713, 25.5429, 34.9382
Si, 14.9738, 24.6053, 35.5245
Si, 11.8055, 31.3938, 35.212
Si, 11.4232, 33.3894, 37.6203
Si, 12.7002, 2.4817, 32.7194
Si, 9.0443, 3.1864, 30.1074
Si, 13.8712, 5.2473, 33.6466
Si, 11.528, 6.9408, 32.9346
Si, 14.4893, 21.6671, 30.7291
Si, 15.1293, 16.2978, 33.7877
Si, 15.7181, 26.8408, 32.5112
Si, 12.5976, 29.4336, 30.8548
Si, 13.5276, 27.8747, 28.4306
Si, 15.1743, 33.8509, 31.9906
Si, 2.5026, 1.2895, 37.7136
Si, 1.0509, 2.4921, 33.4141
Si, -0.9333, 6.5654, 31.2198
Si, 0.3428, 3.0616, 36.3425
Si, 7.0732, 9.1744, 38.102
Si, 1.6555, 8.6007, 38.9032
Si, 4.8118, 18.4404, 35.4344
Si, -0.5364, 18.8121, 33.0943
Si, 2.599, 22.8912, 32.4862
Si, 4.1717, 22.5567, 38.3308
Si, -4.4933, 24.5348, 37.5271
Si, 2.7156, 27.6246, 36.7393
Si, 4.7624, 0.5182, 30.892
Si, 7.2798, -0.4391, 35.5129
Si, 5.2749, 4.797, 34.7577
Si, 3.703, 7.2919, 31.216
Si, 7.6893, 11.2667, 35.8576
Si, 10.0099, 13.1631, 35.5231
Si, 5.3314, 18.6988, 29.5127
Si, 12.612, 17.0951, 30.6648
Si, 2.5203, 17.6634, 37.4641
Si, 5.4529, 28.312, 35.9825
Si, 5.462, 30.5057, 31.2052
Si, 11.0622, 1.8001, 28.6671
Si, 13.6636, 0.4812, 34.438
Si, 11.399, 10.1166, 28.9029
Si, 5.2294, 3.4723, 30.8326
Si, 16.023, 14.1932, 31.8162
Si, 7.695, 13.9043, 37.1148
Si, 11.15, 19.6603, 35.7592
Si, 18.1374, 20.159, 31.8004
Si, 14.7536, 27.6002, 35.1719
Si, 14.7997, 22.4023, 33.7193
Si, 8.3769, 30.3442, 30.7095
Si, 15.3981, 30.9483, 31.154
Si, 7.0809, 2.5325, 35.9949
Si, -1.5166, 10.1637, 33.3185
Si, 5.4278, 0.6722, 37.6049
Si, 1.569, 14.9431, 38.1391
Si, 0.3725, 10.5645, 37.4866
Si, -3.3338, 20.4209, 38.1824
Si, -0.082, 18.0535, 35.7783
Si, 5.2763, 21.8546, 32.7702
Si, 1.9001, 21.7831, 36.7821
Si, -2.5468, 35.1021, 37.0184
Si, 4.5837, 28.6141, 38.7032
Si, 12.1108, 4.0982, 38.5263
Si, 10.3237, 4.4071, 32.3522
Si, 6.6199, 16.7198, 37.3415
Si, 6.2998, 21.7413, 30.1564
Si, 9.4891, 17.9976, 37.9167
Si, 9.3787, 23.4563, 38.4124
Si, 10.539, 22.7018, 35.8427
Si, 8.386, 27.4569, 35.8316
Si, 9.1112, 28.534, 38.5298
Si, 9.3853, 2.8929, 37.7863
Si, 17.4109, -1.2537, 38.4819
Si, 12.1285, 12.2792, 37.7484
Si, 15.4796, 6.8719, 38.6333
Si, 14.4455, 11.2959, 35.9639
Si, 16.9147, 13.017, 36.0046
Si, 16.9961, 24.3437, 33.5424
Si, 15.3575, 20.6289, 36.3649
Si, 16.3415, 23.5854, 37.8753
Si, 17.5315, 26.207, 38.68
Si, 9.4977, 30.1703, 36.1524
Si, 16.7694, 29.469, 36.2047
O, -1.5062, 1.4152, 40.0866
O, -0.2243, -0.7093, 39.3839
O, 2.808, 1.8182, 39.2315
O, 6.176, 2.0885, 37.28
O, -0.748, 5.4067, 39.3341
O, 1.3052, 3.8581, 39.9468
O, 4.6688, 6.1898, 39.9491
O, 0.3368, 7.7192, 39.2111
O, 1.7246, 9.6805, 40.1475
O, 3.0282, 7.7565, 38.9068
O, 2.3378, 13.7397, 38.9171
O, 0.4314, 15.6299, 39.0897
O, 0.8558, 14.4073, 36.7611
O, -1.2158, 17.5676, 39.8963
O, 2.8539, 18.5454, 38.7989
O, 1.1554, 20.3095, 39.8504
O, -0.2134, 22.5081, 39.0804
O, -5.8276, 21.1547, 35.2677
O, 2.9384, 21.604, 35.5096
O, 2.0644, 25.8592, 39.9661
O, 2.0451, 26.2654, 37.3246
O, 0.3082, 27.5785, 38.9979
O, 4.4495, 29.7487, 39.8499
O, 2.1934, 31.0612, 39.4684
O, 5.3608, 0.3516, 39.1884
O, 6.959, -1.4782, 40.1422
O, 8.5543, 2.5128, 39.132
O, 10.2192, 1.6121, 37.2909
O, 6.75, 4.2661, 39.9856
O, 6.1875, 3.4519, 34.9699
O, 9.7329, 6.7983, 39.8471
O, 8.0968, 8.8143, 39.301
O, 5.8432, 10.0403, 38.7908
O, 6.7858, 14.9955, 40.0125
O, 8.3058, 13.547, 38.6007
O, 6.0118, 17.5388, 36.0614
O, 5.727, 16.9947, 38.7019
O, 8.9876, 19.1101, 39.0013
O, 7.0464, 20.4008, 40.1483
O, 2.8688, 21.5545, 38.104
O, 5.301, 21.898, 39.2427
O, 10.5585, 24.5956, 38.4494
O, 8.0397, 24.1507, 39.0016
O, 4.8595, 27.2105, 39.4544
O, 6.9256, 26.0212, 40.3186
O, 8.607, 27.3987, 37.4581
O, 8.0223, 28.8986, 39.669
O, 12.7251, -1.7795, 40.0379
O, 11.0003, -0.1884, 38.9842
O, 12.6904, 3.1368, 39.7259
O, 10.5238, 3.9976, 38.1153
O, 12.0616, 5.58, 39.2109
O, 13.0651, 3.7419, 37.2189
O, 12.4747, 9.4897, 39.8569
O, 14.1348, 7.6315, 39.1401
O, 11.1434, 11.4517, 38.7824
O, 13.1389, 11.3138, 36.9081
O, 13.9467, 10.8259, 34.4787
O, 13.1334, 13.2328, 38.6409
O, 10.5633, 17.0353, 38.7219
O, 12.2253, 15.2899, 39.8035
O, 13.3682, 19.0504, 38.9854
O, 21.3124, 22.6399, 36.8552
O, 12.2404, 21.3699, 39.2171
O, 12.2662, 19.9998, 36.8535
O, 13.1827, 24.6576, 38.5453
O, 9.7772, 22.282, 39.4705
O, 12.289, 26.4287, 40.1014
O, 10.4691, 28.0407, 39.2717
O, 14.7847, 29.0313, 40.0992
O, 9.3177, 29.9464, 37.7462
O, 0.7134, 4.5126, 27.6188
O, 2.535, 2.8306, 26.6147
O, 4.4825, 1.0176, 26.8045
O, -0.0254, 10.7916, 26.8179
O, 1.699, 8.9715, 27.7639
O, 2.9803, 6.1894, 32.2163
O, 3.4933, 7.1743, 27.1637
O, -0.3019, 16.6386, 26.4746
O, 1.3805, 15.5266, 28.0312
O, 3.4114, 12.6298, 27.3842
O, 5.5378, 11.0191, 26.3782
O, 2.4219, 19.6376, 26.8274
O, 0.2333, 21.4604, 26.5608
O, -0.6035, 17.2547, 32.617
O, 4.227, 18.4794, 28.312
O, -0.3116, 26.5116, 27.1076
O, 2.0142, 25.213, 27.1691
O, 5.7645, 21.9221, 26.6192
O, 4.3597, 23.8841, 27.3534
O, 2.2823, 28.4661, 30.1197
O, 2.1044, 30.7219, 26.4536
O, 3.4621, 29.0807, 27.7591
O, 4.7444, 27.5619, 29.3551
O, 6.7764, 3.4111, 26.8343
O, 5.373, 5.5408, 26.4603
O, 10.5344, 3.1314, 29.4568
O, 10.6249, 0.4264, 29.4371
O, 7.7471, 8.5523, 30.0199
O, 7.4673, 9.4528, 27.543
O, 8.9434, 7.2825, 27.6991
O, 9.9239, 9.4123, 28.891
O, 3.3259, 11.413, 29.7648
O, 6.3396, 14.4102, 27.9774
O, 10.4085, 12.6024, 27.2531
O, 8.2127, 13.6114, 26.4291
O, 8.0237, 20.5011, 27.3061
O, 8.787, 19.3068, 29.5792
O, 8.9439, 17.7086, 27.5317
O, 10.9695, 16.2346, 26.6838
O, 7.9458, 25.0099, 26.4037
O, 5.8126, 26.7317, 26.8837
O, 14.5003, 24.7557, 28.4477
O, 9.577, 23.4335, 27.4114
O, 7.5788, 29.8843, 27.1802
O, 5.9265, 31.7995, 27.6245
O, 10.996, 27.4686, 25.4586
O, 9.5698, 28.3005, 27.3179
O, 10.8154, 5.5125, 26.6849
O, 12.8767, 3.7711, 26.9533
O, 14.716, 1.7491, 27.1441
O, 16.4606, -0.0762, 26.4371
O, 11.9439, 10.0918, 27.3737
O, 11.2268, 11.6465, 29.4837
O, 13.6186, 8.1705, 26.6793
O, 15.1215, 6.1862, 27.441
O, 13.2063, 14.7253, 27.0655
O, 13.0775, 13.6465, 29.394
O, 14.249, 12.2875, 27.3971
O, 8.6999, 12.2796, 29.264
O, 14.4532, 22.4268, 27.5269
O, 12.6791, 19.8235, 27.7207
O, 18.2822, 20.7789, 30.2727
O, 15.0122, 18.7682, 27.6371
O, 11.3027, 21.6763, 26.4292
O, 13.5591, 22.8348, 30.0886
O, 14.6943, 27.1013, 29.3098
O, 11.2364, 32.5563, 26.3002
O, 16.685, 30.2606, 30.3721
O, 14.4562, 28.827, 27.475
O, 13.1598, 30.5146, 26.2533
O, 1.6042, -3.3429, 32.5755
O, 0.1526, 1.918, 32.1557
O, -1.6438, 3.8215, 28.756
O, -0.3397, 5.7779, 29.9067
O, 3.3657, 8.7724, 31.7949
O, 2.4097, 11.1755, 32.795
O, 0.8689, 13.1782, 32.0091
O, -2.3704, 10.0277, 31.9401
O, 1.5647, 13.2988, 29.2561
O, 0.163, 15.1585, 30.5903
O, -4.3437, 23.4941, 28.1819
O, 4.1921, 22.9544, 32.2549
O, 4.7685, 20.3333, 32.5726
O, 3.3008, 24.8265, 29.4578
O, 1.4765, 23.0273, 28.6454
O, -3.7672, 26.8129, 27.5318
O, -2.3151, 26.5319, 32.4251
O, 1.4372, 32.0365, 33.0799
O, 4.1035, 27.354, 35.8969
O, 4.3273, 0.4039, 29.3266
O, 3.8491, -0.7853, 34.2312
O, 8.6121, 1.7005, 30.6494
O, 10.1726, 1.8356, 27.294
O, 5.3324, 6.9081, 31.2227
O, 5.525, 1.9173, 31.2503
O, 8.0026, 6.5713, 35.2032
O, 11.2268, 5.6983, 31.8951
O, 4.249, 9.4625, 28.2643
O, 5.4433, 9.8443, 30.5009
O, 9.2278, 12.8941, 31.8461
O, 10.5137, 13.6695, 34.045
O, 6.8247, 13.4888, 30.5548
O, 4.2718, 13.8872, 29.5629
O, 10.25, 21.3667, 28.8087
O, 5.2525, 22.865, 29.6344
O, 12.4791, 28.6338, 29.4369
O, 6.6509, 17.8887, 29.0016
O, 17.6937, 23.2854, 36.9825
O, 12.2657, 28.3793, 32.0778
O, 7.3445, 27.6499, 28.7585
O, 5.9316, 25.3128, 29.0984
O, 4.915, 30.1296, 32.6855
O, 9.0352, 29.456, 29.528
O, 10.1159, -0.0491, 31.954
O, 11.1465, -1.5471, 33.7372
O, 12.6852, 1.8898, 28.7019
O, 9.1073, 4.2437, 31.3076
O, 7.6799, 10.9646, 31.2895
O, 3.1136, 7.4103, 29.6883
O, 12.1205, 8.2159, 32.1474
O, 12.49, 9.3597, 29.8414
O, 7.8913, 6.5016, 32.441
O, 14.1512, 21.7489, 32.3537
O, 15.58, 14.8335, 33.2731
O, 10.2709, 14.3197, 29.4068
O, 11.9454, 13.4608, 31.8373
O, 14.638, 13.3999, 31.4247
O, 14.2938, 19.1833, 33.409
O, 16.5565, 19.7564, 31.9802
O, 11.6016, 26.2385, 33.6776
O, 13.3457, 28.0816, 34.4834
O, 11.5731, 30.6767, 31.106
O, 9.215, 30.2607, 32.1166
O, 0.147, 2.6376, 34.7661
O, 0.5128, 4.6856, 36.4055
O, 0.572, 6.7625, 34.7443
O, 3.8128, 3.8534, 31.5293
O, 1.5768, 3.9699, 32.931
O, 3.75, 4.438, 34.2561
O, -1.595, 5.2839, 34.9572
O, 4.3728, 9.9195, 33.8919
O, 1.7584, 8.8429, 33.8053
O, 1.4403, 9.3437, 37.4764
O, -0.2184, 11.1012, 33.1161
O, 2.6537, 18.8485, 32.096
O, 5.7335, 11.8377, 28.8298
O, 2.1936, 24.0322, 33.5853
O, 1.7944, 23.2993, 31.1382
O, -4.056, 18.0228, 31.9934
O, 0.5611, 25.4487, 29.3481
O, 5.6533, 20.2953, 29.7345
O, -0.0287, 27.7917, 31.3667
O, 0.5114, 30.5, 34.9634
O, 2.3451, 34.3457, 33.7957
O, 4.3646, 30.0781, 30.0937
O, 5.7879, -0.7026, 31.2055
O, 7.5737, 1.1554, 35.2209
O, 5.9524, 8.2306, 34.9839
O, 5.5319, 5.7864, 36.0455
O, 8.9527, 14.2651, 36.1132
O, 9.5506, 4.8173, 33.7635
O, 9.1945, 11.7352, 35.3724
O, 6.9486, 12.573, 36.5109
O, 11.1984, 16.7607, 29.9437
O, 10.0699, 15.3301, 31.8735
O, 4.9187, 18.1438, 31.023
O, 14.1883, 20.2575, 29.948
O, 8.6544, 16.5249, 29.9152
O, 7.7971, 21.8476, 29.5522
O, 11.6839, 25.6542, 36.3191
O, 11.8895, 23.0612, 36.7449
O, 8.8883, 28.9225, 35.2928
O, 15.0768, 23.6428, 36.8307
O, 6.7635, 27.4402, 35.4866
O, 5.075, 29.6924, 35.1928
O, 11.3785, 32.5914, 36.2094
O, 6.4951, 31.6989, 34.2394
O, 7.9335, 3.6806, 29.0586
O, 13.8635, 2.0024, 31.6275
O, 15.4373, 8.7019, 33.8029
O, 5.276, 3.5668, 29.1877
O, 10.1213, 7.356, 33.6858
O, 13.3274, 3.7194, 33.5734
O, 14.3788, 7.6917, 30.7193
O, 12.6802, 6.3396, 33.9348
O, 15.5222, 14.2892, 28.393
O, 13.5315, 16.705, 33.9575
O, 13.4697, 17.8535, 29.5233
O, 18.5527, 21.3505, 32.8433
O, 14.0972, 23.7674, 34.3765
O, 14.4355, 26.1162, 35.8198
O, 14.0541, 30.151, 30.7705
O, 16.0037, 22.0936, 30.3499
O, 15.311, 32.5835, 30.9362
O, 8.3948, 31.8885, 30.1556
O, 12.4041, 33.9224, 33.5871
O, 14.9572, 33.2022, 33.4785
O, 1.5501, -0.0221, 37.5824
O, 3.9169, 0.8568, 37.0282
O, -0.9407, 2.5726, 37.2686
O, 0.3104, 7.2607, 32.0577
O, -0.9116, 6.8217, 37.0085
O, 1.7471, 2.4656, 36.8865
O, 1.1876, 11.8292, 36.8879
O, -0.2123, 10.9657, 38.9705
O, 1.2127, 12.8963, 34.5413
O, 4.2415, 12.0616, 39.701
O, -1.2986, 19.0078, 36.3102
O, 4.6541, 18.0952, 33.8204
O, 0.9884, 17.903, 36.9617
O, 2.6873, 16.0768, 37.7777
O, 3.4334, 18.0578, 36.1878
O, 0.1491, 25.444, 32.4318
O, 3.6733, 23.9354, 39.0623
O, 0.0109, 25.0555, 38.5249
O, 0.1009, 24.8532, 34.9957
O, -0.7698, 30.6118, 32.7366
O, 0.4938, 30.3269, 37.5606
O, -0.5028, 27.528, 33.9896
O, 3.1121, 28.5802, 38.0028
O, 8.374, 3.3534, 36.5748
O, 6.266, -0.509, 36.8112
O, 8.6801, -1.2673, 35.7414
O, 12.9305, 1.2128, 37.8653
O, 6.7288, 7.7244, 37.4
O, 6.81, 10.7411, 34.5917
O, 5.7559, 5.7283, 33.5332
O, 6.611, 15.1108, 37.0531
O, 7.8161, 10.0885, 36.9722
O, 6.552, 21.9767, 31.7742
O, 0.4342, 18.8684, 34.4246
O, 8.1876, 17.1187, 37.5004
O, 10.056, 18.7078, 36.5321
O, 5.4583, 22.1607, 34.3565
O, 5.098, 20.027, 35.7573
O, 3.4391, 33.1106, 31.7924
O, 5.7106, 28.8053, 37.5322
O, 9.2991, 26.2939, 35.119
O, 9.2535, 22.865, 36.8787
O, 11.2205, 3.0347, 32.282
O, 13.8977, 1.6025, 35.5614
O, 13.3892, -1.0657, 34.955
O, 6.3989, 4.4763, 31.3676
O, 11.2421, 13.0384, 36.5885
O, 6.6105, 1.3964, 28.4079
O, 14.684, 5.5616, 32.2599
O, 15.5033, 10.1852, 36.533
O, 15.2822, 12.7289, 35.9077
O, 6.6645, 9.0159, 32.5919
O, 14.4306, 21.122, 37.6122
O, 11.8237, 18.8552, 34.4848
O, 13.3119, 15.679, 31.1225
O, 15.7947, 16.5919, 35.2619
O, 10.4632, 23.9174, 34.7081
O, 16.9713, 20.843, 36.6365
O, 16.2677, 22.913, 33.2299
O, 14.9412, 21.3341, 34.9419
O, 11.1409, 30.0987, 35.9401
O, 6.8803, 29.7624, 30.95
O, 17.9866, 28.4201, 35.9096
O, 15.3281, 28.6752, 36.2461
Si, 0.0153, -0.0416, 5.6936
Si, 2.7756, 2.7092, 5.6693
Si, 0.0332, 5.4595, 5.5957
Si, 2.8171, 8.1504, 5.4933
Si, 0.095, 10.8824, 5.4525
Si, 2.7851, 13.6125, 5.3824
Si, 0.0538, 16.3317, 5.4271
Si, 2.768, 19.0338, 5.4585
Si, 0.0135, 21.8192, 5.4618
Si, 2.708, 24.5243, 5.5166
Si, 0.0189, 27.26, 5.5815
Si, 2.7427, 30.0256, 5.6751
Si, 5.5206, -0.0358, 5.6347
Si, 8.2312, 2.7147, 5.6043
Si, 5.5463, 5.4401, 5.5505
Si, 8.26, 8.229, 5.5344
Si, 5.5475, 10.926, 5.4562
Si, 8.2376, 13.634, 5.4437
Si, 5.5225, 16.3116, 5.4343
Si, 8.2484, 19.0487, 5.4679
Si, 5.5232, 21.7301, 5.5422
Si, 8.2426, 24.5116, 5.6077
Si, 5.4494, 27.2627, 5.5998
Si, 8.1856, 30.0333, 5.6459
Si, 10.9196, -0.016, 5.6718
Si, 13.6394, 2.7504, 5.6471
Si, 11.005, 5.4536, 5.5699
Si, 13.7596, 8.2104, 5.5085
Si, 10.9825, 10.9659, 5.4777
Si, 13.7232, 13.6258, 5.4494
Si, 10.985, 16.3365, 5.4749
Si, 13.7224, 19.0774, 5.4532
Si, 11.0094, 21.7882, 5.5269
Si, 13.7161, 24.511, 5.5262
Si, 10.9643, 27.2547, 5.619
Si, 13.6983, 29.979, 5.6369
Si, 1.3879, 1.3514, 7.0154
Si, 4.1579, 4.1158, 6.9558
Si, 1.4248, 6.8436, 6.9093
Si, 4.164, 9.5674, 6.8371
Si, 1.4332, 12.2787, 6.8133
Si, 4.1292, 14.9734, 6.8007
Si, 1.3933, 17.6958, 6.8312
Si, 4.1178, 20.386, 6.87
Si, 1.3584, 23.1584, 6.8859
Si, 4.0734, 25.8761, 6.9257
Si, 1.3575, 28.6341, 6.9804
Si, 4.1323, 31.4048, 6.9964
Si, 6.8629, 1.3598, 6.9852
Si, 9.6036, 4.1097, 6.9401
Si, 6.8869, 6.8542, 6.8967
Si, 9.6274, 9.6044, 6.8748
Si, 6.8779, 12.2983, 6.843
Si, 9.5966, 14.9946, 6.8356
Si, 6.8639, 17.6906, 6.8329
Si, 9.6059, 20.4197, 6.8611
Si, 6.853, 23.129, 6.9209
Si, 9.5928, 25.8893, 6.9694
Si, 6.8086, 28.6452, 6.9732
Si, 9.5539, 31.4044, 7.0051
Si, 12.2931, 1.365, 7.0061
Si, 15.0457, 4.1199, 6.9665
Si, 12.3711, 6.8585, 6.8987
Si, 15.1105, 9.5797, 6.8732
Si, 12.3494, 12.3084, 6.8554
Si, 15.0795, 14.9988, 6.8191
Si, 12.3446, 17.723, 6.8349
Si, 15.0692, 20.4424, 6.8449
Si, 12.3482, 23.158, 6.9065
Si, 15.0455, 25.8868, 6.925
Si, 12.3162, 28.6258, 6.9863
Si, 15.0357, 31.3776, 7.0063
Si, 0.0048, 2.7436, 8.3306
Si, 2.7587, -0.0258, 8.3496
Si, 0.0528, 8.2211, 8.2628
Si, 2.7714, 5.4857, 8.2959
Si, 0.0481, 13.6398, 8.1923
Si, 2.7891, 10.9328, 8.2118
Si, 0.0342, 19.0731, 8.212
Si, 2.7702, 16.3411, 8.1971
Si, 0.0099, 24.5207, 8.2836
Si, 2.7486, 21.7814, 8.2291
Si, 0.0027, 30.0092, 8.3496
Si, 2.7335, 27.2577, 8.314
Si, 5.4965, 2.7429, 8.3295
Si, 8.203, -0.0162, 8.3574
Si, 5.5056, 8.2209, 8.2486
Si, 8.2355, 5.4953, 8.2847
Si, 5.4967, 13.65, 8.2114
Si, 8.2411, 10.9547, 8.2363
Si, 5.4986, 19.0429, 8.2325
Si, 8.2333, 16.353, 8.2198
Si, 5.4684, 24.5103, 8.2684
Si, 8.2393, 21.7732, 8.2615
Si, 5.4712, 30.0202, 8.3515
Si, 8.203, 27.2704, 8.3061
Si, 10.9346, 2.7492, 8.3421
Si, 13.668, -0.0246, 8.3383
Si, 10.9825, 8.2305, 8.2474
Si, 13.6942, 5.5034, 8.3115
Si, 10.9715, 13.6617, 8.2259
Si, 13.7159, 10.9436, 8.226
Si, 10.9729, 19.0661, 8.2313
Si, 13.7142, 16.3644, 8.2064
Si, 10.9734, 24.5127, 8.296
Si, 13.7096, 21.7852, 8.2573
Si, 10.9403, 30.0186, 8.3284
Si, 13.6873, 27.2489, 8.3197
Si, 1.3842, 4.1299, 9.6622
Si, 4.1149, 1.3756, 9.6855
Si, 1.4123, 9.6018, 9.6127
Si, 4.132, 6.8752, 9.6378
Si, 1.3934, 15.0071, 9.5844
Si, 4.1324, 12.3036, 9.5977
Si, 1.3809, 20.4336, 9.6086
Si, 4.1157, 17.7032, 9.6002
Si, 1.36, 25.8924, 9.6658
Si, 4.0967, 23.1482, 9.6254
Si, 1.3684, 31.4063, 9.6879
Si, 4.0879, 28.6427, 9.6809
Si, 6.8605, 4.1371, 9.6622
Si, 9.5677, 1.3733, 9.6955
Si, 6.8659, 9.5988, 9.6107
Si, 9.6012, 6.8804, 9.6296
Si, 6.853, 15.0135, 9.5981
Si, 9.5993, 12.3179, 9.6103
Si, 6.8493, 20.4208, 9.6162
Si, 9.5903, 17.7199, 9.6035
Si, 6.8238, 25.8926, 9.646
Si, 9.5839, 23.1526, 9.6419
Si, 6.8296, 31.4104, 9.6995
Si, 9.5605, 28.6492, 9.6749
Si, 12.3133, 4.137, 9.6713
Si, 15.034, 1.3677, 9.6816
Si, 12.3393, 9.6022, 9.6148
Si, 15.072, 6.8794, 9.647
Si, 12.3344, 15.0282, 9.5952
Si, 15.0734, 12.3134, 9.5942
Si, 12.3225, 20.4349, 9.6191
Si, 15.0634, 17.7282, 9.5945
Si, 12.31, 25.892, 9.6755
Si, 15.0459, 23.1582, 9.6479
Si, 12.2941, 31.4077, 9.6868
Si, 15.0286, 28.6377, 9.6903
Si, -0.0023, -0.0097, 11.0345
Si, 2.7389, 2.7567, 11.0291
Si, 0.0171, 5.506, 11.0193
Si, 2.7607, 8.243, 10.9992
Si, 0.0325, 10.9632, 10.9783
Si, 2.7606, 13.6649, 10.9723
Si, 0.0268, 16.3706, 10.9696
Si, 2.7517, 19.0756, 10.9782
Si, 0.0201, 21.7938, 10.9998
Si, 2.7395, 24.521, 11.0086
Si, -0.0022, 27.2677, 11.0374
Si, 2.7268, 30.0275, 11.0402
Si, 5.4644, -0.0062, 11.0441
Si, 8.202, 2.7606, 11.035
Si, 5.4848, 5.5103, 11.0139
Si, 8.2252, 8.245, 10.994
Si, 5.4953, 10.9579, 10.9847
Si, 8.2233, 13.6709, 10.9832
Si, 5.4888, 16.3682, 10.9839
Si, 8.2232, 19.0762, 10.9911
Si, 5.4781, 21.7929, 10.9879
Si, 8.2039, 24.528, 11.0017
Si, 5.4652, 27.2689, 11.022
Si, 8.1995, 30.0303, 11.0394
Si, 10.9319, -0.0103, 11.0407
Si, 13.6689, 2.7547, 11.0313
Si, 10.9441, 5.5157, 11.0176
Si, 13.6937, 8.2474, 11.0001
Si, 10.9637, 10.9629, 10.9865
Si, 13.6992, 13.6728, 10.9729
Si, 10.9619, 16.3751, 10.9824
Si, 13.6942, 19.0788, 10.986
Si, 10.9546, 21.7942, 11.0052
Si, 13.679, 24.5235, 11.0272
Si, 10.9318, 27.2742, 11.0255
Si, 13.6595, 30.0287, 11.037
Si, 1.3575, 1.3862, 12.3821
Si, 4.1026, 4.1475, 12.3753
Si, 1.3808, 6.8898, 12.3694
Si, 4.1188, 9.6154, 12.3654
Si, 1.3856, 12.3287, 12.357
Si, 4.1136, 15.0263, 12.3607
Si, 1.3778, 17.7325, 12.3601
Si, 4.1049, 20.4438, 12.3637
Si, 1.3705, 23.1655, 12.379
Si, 4.0918, 25.9028, 12.3787
Si, 1.3491, 28.66, 12.3921
Si, 4.0827, 31.4245, 12.3871
Si, 6.8241, 1.3889, 12.3849
Si, 9.5648, 4.15, 12.376
Si, 6.8452, 6.8931, 12.3684
Si, 9.5828, 9.6181, 12.3649
Si, 6.8509, 12.3243, 12.363
Si, 9.5837, 15.0327, 12.3626
Si, 6.8449, 17.7332, 12.3669
Si, 9.5756, 20.445, 12.3745
Si, 6.8293, 23.1696, 12.3685
Si, 9.5522, 25.9089, 12.3793
Si, 6.819, 28.6575, 12.3845
Si, 9.5548, 31.4226, 12.3914
Si, 12.2927, 1.3827, 12.3863
Si, 15.0354, 4.143, 12.3784
Si, 12.3101, 6.8954, 12.3687
Si, 15.0549, 9.6223, 12.3591
Si, 12.3209, 12.3335, 12.3595
Si, 15.0528, 15.0346, 12.3588
Si, 12.3178, 17.7362, 12.3661
Si, 15.047, 20.4427, 12.3708
Si, 12.3001, 23.1677, 12.3875
Si, 15.0262, 25.906, 12.3965
Si, 12.2813, 28.6619, 12.3914
Si, 15.0192, 31.4229, 12.3855
Si, -0.0091, 2.7673, 13.7407
Si, 2.7162, 0.007, 13.7383
Si, 0.0128, 8.2631, 13.7302
Si, 2.738, 5.5241, 13.7388
Si, 0.0173, 13.6844, 13.7376
Si, 2.751, 10.9804, 13.7355
Si, 0.0123, 19.0889, 13.7476
Si, 2.7467, 16.3858, 13.7406
Si, -0.0002, 24.5356, 13.7452
Si, 2.7424, 21.8083, 13.7472
Si, -0.0236, 30.0454, 13.7426
Si, 2.7218, 27.2833, 13.736
Si, 5.4576, 2.7712, 13.7365
Si, 8.1832, 0.0068, 13.7335
Si, 5.4787, 8.259, 13.7411
Si, 8.1981, 5.5235, 13.7363
Si, 5.4828, 13.6814, 13.7409
Si, 8.2154, 10.9769, 13.7459
Si, 5.4749, 19.0959, 13.742
Si, 8.2144, 16.3851, 13.7457
Si, 5.4622, 24.5402, 13.7433
Si, 8.2015, 21.8154, 13.7415
Si, 5.4485, 30.045, 13.7336
Si, 8.1834, 27.2855, 13.7448
Si, 10.9203, 2.7698, 13.7299
Si, 13.6525, 0.0014, 13.7423
Si, 10.9424, 8.2601, 13.74
Si, 13.6664, 5.525, 13.7324
Si, 10.9502, 13.686, 13.7457
Si, 13.6857, 10.9811, 13.7357
Si, 10.9469, 19.0903, 13.7472
Si, 13.6844, 16.3877, 13.7478
Si, 10.9219, 24.5449, 13.7442
Si, 13.6751, 21.8033, 13.7452
Si, 10.9128, 30.0436, 13.7496
Si, 13.6491, 27.2896, 13.7469
Si, 1.3534, 4.1595, 15.0913
Si, 4.0787, 1.3994, 15.086
Si, 1.37, 9.6343, 15.1024
Si, 4.0948, 6.9061, 15.1046
Si, 1.3749, 15.0418, 15.1226
Si, 4.1063, 12.342, 15.1191
Si, 1.3735, 20.4541, 15.1248
Si, 4.104, 17.7487, 15.1224
Si, 1.3525, 25.9222, 15.1024
Si, 4.0942, 23.1866, 15.1227
Si, 1.3334, 31.4421, 15.0877
Si, 4.0732, 28.6758, 15.087
Si, 6.8143, 4.1605, 15.0901
Si, 9.5377, 1.4021, 15.0791
Si, 6.8332, 9.63, 15.1185
Si, 9.5558, 6.9025, 15.0981
Si, 6.8397, 15.0406, 15.1251
Si, 9.5707, 12.345, 15.128
Si, 6.8288, 20.4669, 15.119
Si, 9.5733, 17.7446, 15.1274
Si, 6.8115, 25.9237, 15.1137
Si, 9.5508, 23.1914, 15.1194
Si, 6.8005, 31.4433, 15.0802
Si, 9.5301, 28.6781, 15.1071
Si, 12.2739, 4.163, 15.0787
Si, 15.0108, 1.3953, 15.0922
Si, 12.3029, 9.6358, 15.1068
Si, 15.0275, 6.9116, 15.0869
Si, 12.3071, 15.0473, 15.1322
Si, 15.046, 12.3399, 15.1169
Si, 12.3061, 20.4531, 15.1242
Si, 15.0423, 17.7461, 15.1354
Si, 12.2717, 25.9296, 15.1094
Si, 15.033, 23.175, 15.1116
Si, 12.2705, 31.438, 15.0987
Si, 15.002, 28.6797, 15.1035

Results
total energy: -236499.198 eV
total energy less fixed offsets of O -438.04, Si -107.15 eV per atom: 7.582 eV

Forces (eV/angstrom), in the order of the atoms: element, x, y, z
Si, 0.045, -0.059, -0.1189
Si, 0.0059, -0.0284, -0.2257
Si, 0.0266, -0.0582, -0.1897
Si, 0.1201, -0.1901, 0.1566
Si, -0.083, 0.0884, -0.2454
Si, 0.0068, 0.0152, 0.1656
Si, -0.0504, 0.0412, 0.1717
Si, 0.0991, -0.3432, 0.2861
Si, -0.0853, 0.0434, -0.0978
Si, -0.1466, -0.1243, 0.0987
Si, -0.2829, 0.4357, 0.238
Si, -0.1668, 0.2171, 0.2824
Si, 0.0283, 0.2805, -0.0352
Si, -0.0769, 0.1372, -0.2507
Si, 0.169, -0.0862, -0.453
Si, -0.1433, -0.0007, 0.1492
Si, -0.0179, 0.0901, 0.1552
Si, 0.1492, -0.0252, -0.3092
Si, -0.0139, 0.038, -0.2435
Si, -0.1954, 0.2234, 0.0653
Si, 0.0876, -0.0375, -0.0789
Si, -0.1452, 0.1001, 0.0597
Si, -0.0469, 0.0209, 0.2549
Si, -0.0597, 0.0201, 0.0761
Si, -0.0772, -0.1234, -0.1841
Si, 0.0803, 0.0401, 0.0189
Si, -0.1185, 0.0849, 0.3442
Si, 0.1335, 0.0458, 0.1069
Si, 0.0964, 0.1887, -0.1175
Si, 0.1747, -0.3792, 0.1731
Si, 0.155, -0.1456, -0.0118
Si, 0.1681, 0.1042, 0.1387
Si, -0.0406, 0.1127, 0.137
Si, 0.2342, -0.0702, -0.1777
Si, -0.1529, 0.0618, 0.1265
Si, 0.0417, -0.0019, -0.1624
Si, -0.1584, -0.072, -0.271
Si, -0.1567, -0.0429, -0.1885
Si, 0.1553, 0.056, -0.1448
Si, 0.1149, -0.1081, -0.1055
Si, 0.1551, 0.0578, -0.0263
Si, 0.0516, -0.1285, -0.1089
Si, -0.1029, 0.1504, -0.3159
Si, -0.1244, 0.0583, -0.2922
Si, 0.0821, 0.1331, -0.2994
Si, 0.0379, 0.1366, -0.2288
Si, 0.0207, 0.0221, -0.1615
Si, 0.1569, -0.1654, -0.2685
Si, 0.0045, -0.0674, -0.2162
Si, 0.1075, 0.0525, -0.3453
Si, 0.2316, 0.0468, -0.2579
Si, 0.0836, -0.1838, -0.2629
Si, -0.1908, -0.0517, -0.0743
Si, -0.032, 0.0598, -0.1653
Si, 0.0206, 0.1049, -0.299
Si, -0.0938, 0.1081, -0.1613
Si, 0.0328, -0.0249, -0.3158
Si, 0.0759, 0.0741, -0.3282
Si, 0.1204, -0.0421, -0.3594
Si, -0.0233, 0.0306, -0.2933
Si, 0.0257, -0.1339, -0.2483
Si, 0.0388, 0.0148, -0.2132
Si, 0.0625, -0.0673, -0.3574
Si, -0.1269, -0.1395, -0.1442
Si, -0.0404, -0.0166, -0.2944
Si, -0.1206, 0.2107, -0.3735
Si, 0.0918, 0.0505, -0.1648
Si, -0.038, -0.2179, -0.1609
Si, 0.0826, -0.0554, -0.2913
Si, -0.0252, -0.0054, -0.1461
Si, 0.0485, -0.0084, -0.2572
Si, 0.0136, 0.0389, -0.3282
Si, -0.0667, 0.0314, 0.1167
Si, 0.0293, -0.0101, 0.0247
Si, 0.1694, -0.1175, -0.102
Si, -0.1924, 0.0299, 0.0777
Si, 0.0305, -0.0271, -0.0973
Si, 0.0173, -0.226, 0.0825
Si, 0.0198, 0.1185, 0.0182
Si, 0.082, -0.0177, -0.0384
Si, -0.0068, 0.1067, -0.2042
Si, 0.0753, -0.0063, -0.0254
Si, 0.2385, -0.0437, 0.0762
Si, -0.0998, 0.0358, -0.0498
Si, -0.0506, -0.0545, 0.0776
Si, 0.0022, -0.0567, -0.0739
Si, -0.0671, 0.184, 0.1419
Si, 0.0966, -0.0461, 0.1347
Si, 0.1299, 0.1114, -0.1008
Si, -0.1298, 0.0662, -0.0209
Si, -0.0113, -0.0057, 0.0879
Si, -0.0612, -0.1118, 0.1545
Si, 0.0899, -0.0644, 0.1972
Si, 0.096, 0.014, 0.1099
Si, -0.1046, -0.0627, 0.2199
Si, -0.0476, -0.0352, 0.0309
Si, -0.1029, 0.1117, -0.0323
Si, 0.0005, -0.0198, 0.2789
Si, 0.1069, 0.0706, 0.1203
Si, -0.0291, 0.0173, 0.0756
Si, -0.0639, 0.086, 0.054
Si, 0.0118, -0.0052, -0.0817
Si, 0.0182, -0.0744, 0.1081
Si, -0.1195, -0.1096, 0.0939
Si, -0.0597, 0.1254, 0.0252
Si, -0.0196, -0.0398, -0.1283
Si, 0.0557, -0.0083, 0.0979
Si, -0.0158, -0.2536, 0.0414
Si, 0.0839, 0.0047, -0.0782
Si, 0.062, 0.0498, 0.0454
Si, 0.0022, 0.1321, 0.0042
Si, -0.0664, 0.0063, -0.0349
Si, -0.0029, 0.0496, 0.0564
Si, -0.0398, 0.026, -0.1518
Si, -0.0676, -0.1028, -0.0594
Si, 0.1244, -0.0419, 0.006
Si, 0.1192, -0.0026, -0.0267
Si, 0.0241, 0.0157, -0.0242
Si, -0.0765, -0.1483, -0.0687
Si, -0.0326, 0.1487, 0.0372
Si, 0.1004, 0.0386, -0.0074
Si, 0.0257, -0.075, -0.0415
Si, -0.0735, -0.1378, -0.0069
Si, -0.0802, -0.0741, -0.0588
Si, -0.0255, -0.0814, -0.1554
Si, 0.015, 0.0457, -0.0427
Si, -0.0119, 0.0166, -0.138
Si, 0.0152, -0.0325, -0.028
Si, 0.0618, 0.0176, -0.0624
Si, 0.0067, -0.0837, -0.0593
Si, 0.0135, -0.0302, -0.0988
Si, 0.0207, -0.0293, -0.0032
Si, 0.058, -0.0281, -0.0503
Si, 0.0399, 0.011, -0.0697
Si, -0.0797, -0.0707, -0.0274
Si, -0.0251, 0.0076, 0.0115
Si, 0.1228, 0.0196, -0.1514
Si, -0.0443, -0.0933, 0.0365
Si, -0.0858, 0.0741, 0.0076
Si, 0.0122, 0.0805, -0.1564
Si, 0.1681, 0.0145, -0.1176
Si, 0.007, -0.0251, 0.0213
Si, -0.0467, 0.1646, 0.018
Si, 0.0355, -0.0466, -0.1289
Si, 0.0004, 0.0004, 0.0055
Si, 0.0071, -0.0126, -0.0077
Si, -0.0235, -0.0047, 0
Si, -0.0629, 0.0032, -0.0095
Si, 0.0016, -0.0078, 0.0002
Si, 0.0023, 0.0038, -0.0013
Si, -0.0089, 0.0071, 0.0037
Si, -0.0213, 0.0031, 0.0121
Si, -0.0022, 0.0244, 0.0026
Si, -0.0069, 0.0213, 0.0092
Si, -0.0157, 0.0103, -0.0007
Si, -0.0096, 0.0152, -0.0002
Si, -0.0021, -0.0108, 0.0015
Si, -0.0169, -0.012, -0.0043
Si, -0.0057, 0.0136, -0.0061
Si, 0.0242, -0.0013, -0.0024
Si, -0.0378, -0.0076, -0.0022
Si, -0.0233, 0.0041, 0.0019
Si, 0.007, 0.0111, -0.0045
Si, 0.0075, 0.0149, -0.0054
Si, -0.0031, -0.0021, 0.0038
Si, 0.0097, 0.0116, 0.0052
Si, -0.0004, 0.0125, 0.0029
Si, -0.0255, 0.0449, 0.0014
Si, -0.0113, 0.0215, -0.0053
Si, -0.0221, 0.0373, -0.0228
Si, -0.0129, -0.0041, 0.0014
Si, -0.0344, -0.0067, -0.0025
Si, -0.0001, -0.0008, -0.0061
Si, -0.0014, -0.0076, -0.0168
Si, -0.0007, 0.0072, 0.0075
Si, -0.0115, 0.017, 0.0048
Si, 0.0079, -0.003, -0.0032
Si, -0.0088, 0.0014, -0.0043
Si, 0.0016, 0.0369, 0.015
Si, 0.0096, 0.0118, 0.0062
Si, 0.0064, 0.0337, 0.0105
Si, -0.0215, -0.0504, 0.0093
Si, 0.0539, 0.0021, 0.0069
Si, 0.0867, 0.0192, 0.0086
Si, -0.0174, -0.0072, -0.0058
Si, 0.0042, -0.014, -0.01
Si, -0.0129, 0.0053, 0.0023
Si, 0.0258, 0.0344, 0.0066
Si, -0.0173, -0.0346, -0.0094
Si, 0.003, 0.0117, -0.0089
Si, 0.0132, 0.0126, -0.0073
Si, -0.0175, -0.0056, -0.0118
Si, 0.0286, 0.0123, 0.0013
Si, 0.0342, 0.0013, 0.0082
Si, -0.0359, -0.0595, 0.0183
Si, -0.0095, -0.0244, -0.0011
Si, 0.0448, -0.0038, 0.007
Si, 0.0136, -0.0156, 0.009
Si, -0.0003, 0.0013, -0.0214
Si, 0.0161, 0.0065, -0.0224
Si, -0.0085, 0.0092, 0.0027
Si, -0.0119, -0.031, 0.0065
Si, 0.0353, -0.0293, -0.0101
Si, 0.0298, -0.0242, -0.016
Si, 0.021, -0.0484, -0.0056
Si, -0.0077, -0.0666, -0.0052
Si, 0.0419, 0.0096, -0.0117
Si, 0.0128, -0.0197, 0.0094
Si, 0.0134, -0.0071, -0.0069
Si, -0.0431, -0.0041, 0.0028
Si, 0.0065, 0.0012, 0.0056
Si, 0.003, 0.0214, -0.0023
Si, 0.0025, 0.036, -0.0231
Si, -0.004, 0.0176, -0.0146
Si, -0.0152, -0.0356, 0.0092
Si, -0.0136, -0.014, 0.0173
Si, -0.0338, 0.0227, -0.0178
Si, 0.0184, -0.0909, 0.0171
Si, -0.0279, 0.017, 0.0088
Si, -0.0118, -0.007, -0.0099
Si, 0.0174, -0.0324, -0.0054
Si, -0.059, -0.0163, 0.0075
Si, 0.0004, 0.017, 0.0095
Si, 0.0054, 0.0027, 0.0118
Si, -0.037, 0.0139, 0.0196
Si, -0.0542, 0.0324, -0.0067
Si, 0.0186, -0.0284, 0.0322
Si, 0.0025, 0.0045, -0.0064
Si, -0.0066, 0.0179, 0.0059
Si, 0.0001, -0.0148, 0.0152
Si, -0.0531, 0.008, -0.0173
Si, 0.0199, 0.0223, 0.0037
Si, -0.0276, 0.0082, -0.0094
Si, -0.0007, 0.0041, -0.0187
Si, 0.0254, -0.0023, 0.0015
Si, -0.0259, 0.0379, 0.0121
Si, 0.021, 0.0126, 0.0209
Si, 0.0713, -0.0097, 0.0301
Si, -0.0134, 0.0506, 0.0043
Si, -0.0519, 0.0867, 0.0083
Si, -0.0237, -0.0214, 0.0314
Si, -0.0678, 0.0613, 0.0067
Si, 0.0148, -0.0371, -0.0013
Si, -0.0163, 0.0025, 0.0076
Si, 0.0257, -0.0063, 0.0001
Si, -0.0733, 0.0205, -0.0042
Si, -0.0603, 0.0438, -0.0048
Si, 0.0679, -0.0161, -0.0089
Si, 0.0722, -0.022, 0.0109
Si, -0.0565, 0.0001, 0.0167
Si, -0.0366, 0.1084, -0.0109
Si, 0.0318, 0.0055, 0.0114
Si, 0.0083, -0.0748, 0.0026
Si, 0.0352, 0.0569, -0.008
Si, 0.0265, 0.0199, 0.041
Si, 0.0067, 0.0228, 0.0057
Si, -0.0788, 0.0104, 0.0306
Si, 0.1218, 0.0256, 0.1129
Si, 0.0172, 0.012, 0.0066
Si, -0.0252, 0.0176, 0.0441
Si, 0.0037, 0.0464, 0.0331
Si, 0.0418, -0.0431, 0.0304
Si, 0.0533, 0.0786, -0.0291
Si, -0.0598, -0.0155, 0.0432
Si, -0.0662, -0.1116, 0.0512
Si, 0.0426, 0.0398, 0.0478
Si, 0.0157, -0.0115, 0.0796
Si, -0.0084, -0.0018, 0.0312
Si, 0.0455, -0.0294, 0.04
Si, -0.0596, 0.0014, 0.0375
Si, -0.0264, 0.0298, 0.0219
Si, 0.0998, -0.0113, 0.0051
Si, 0.0117, -0.0259, 0.0187
Si, -0.0785, 0.0467, -0.0243
Si, 0.021, -0.008, 0.0164
Si, 0.0463, -0.0922, 0.038
Si, 0.0305, 0.0427, 0.0141
Si, 0.0218, -0.0307, -0.0173
Si, 0.0702, 0.008, 0.0147
Si, -0.0637, -0.0382, 0.03
Si, -0.0456, -0.0785, 0.0597
Si, 0.0297, -0.0038, 0.0342
Si, 0.0697, 0.0632, 0.0106
Si, -0.0725, -0.0364, -0.0136
Si, -0.0952, 0.0025, 0.0398
Si, 0.0897, 0.0453, 0.054
Si, 0.0513, -0.0837, -0.0626
Si, -0.0944, -0.02, -0.0276
Si, -0.0983, 0.0334, 0.0074
Si, -0.0971, 0.0637, 0.0027
Si, 0.0249, -0.0352, 0.0548
Si, 0.058, 0.0392, 0.0558
Si, -0.0131, -0.018, 0.0896
Si, -0.0809, -0.0621, 0.0204
Si, 0.0352, -0.0575, 0.1415
Si, 0.0676, -0.0121, 0.0981
Si, -0.0887, 0.0565, 0.033
Si, -0.1366, 0.0546, 0.0057
Si, 0.1476, -0.0444, 0.0204
Si, 0.0733, -0.0603, 0.1501
Si, -0.0389, -0.1141, 0.0707
Si, 0.0517, 0.066, -0.008
Si, -0.0486, 0.0432, -0.003
Si, -0.0719, -0.0747, 0.0061
Si, 0.0028, 0.0146, 0.1431
Si, 0.0149, -0.0182, 0.1414
Si, 0.0224, 0.0239, 0.0221
Si, -0.0356, 0.0251, 0.094
Si, -0.0102, 0.0669, 0.1213
Si, 0.116, -0.0419, 0.2149
Si, 0.0181, 0.0558, -0.0445
Si, -0.1062, 0.161, -0.0307
Si, -0.1111, 0.072, 0.0576
Si, -0.1112, -0.1005, 0.0019
Si, 0.04, 0.01, 0.0499
Si, -0.0302, 0.0369, 0.0522
Si, 0.0331, -0.0069, -0.0562
Si, -0.0349, 0.0352, -0.0407
Si, -0.1412, 0.0732, 0.0222
Si, -0.019, 0.0137, -0.0017
Si, 0.075, -0.1331, 0.0617
Si, 0.0058, 0.035, 0.0228
Si, -0.0215, 0.0404, 0.2633
Si, -0.0202, -0.0218, 0.2085
Si, 0.0699, 0.0479, -0.1519
Si, -0.0584, -0.1015, -0.1945
Si, -0.0612, 0.1076, -0.0957
Si, 0.0855, 0.0567, -0.0714
Si, -0.0735, 0.0226, 0.1212
Si, -0.0095, 0.0168, 0.1021
Si, -0.0386, -0.0898, -0.0956
Si, 0.0189, 0.0243, -0.0017
Si, 0.0357, -0.0333, -0.0085
Si, -0.1605, 0.0544, 0.0987
Si, -0.0162, -0.0518, -0.094
Si, 0.1032, 0.0315, -0.1079
Si, 0.0129, -0.1139, 0.1033
Si, 0.0294, -0.0568, 0.0032
Si, 0.0147, 0.034, -0.1157
Si, -0.0781, -0.0284, 0.0204
Si, 0.016, -0.0047, -0.0349
Si, -0.0421, -0.0075, -0.1766
Si, 0.0572, 0.0772, 0.0569
Si, 0.0586, 0.0987, -0.0388
Si, 0.0682, -0.0367, -0.3459
Si, 0.0959, 0.0486, -0.3223
Si, -0.0861, 0.0816, 0.0412
Si, -0.0446, 0.1181, -0.031
Si, 0.0791, 0.0856, -0.16
Si, -0.0423, 0.012, 0.0838
Si, -0.0012, 0.0799, -0.0598
Si, 0.0116, -0.0981, -0.0758
Si, 0.0372, -0.0785, -0.0413
Si, 0.1743, 0.0059, 0.1973
Si, -0.0525, 0.0789, -0.0546
Si, -0.0254, 0.0144, -0.2023
Si, -0.1121, -0.0542, 0.1554
Si, 0.0038, 0.0702, 0.0356
Si, -0.1185, -0.2027, -0.4121
Si, -0.0331, -0.0432, -0.2929
Si, -0.104, 0.042, 0.1944
Si, 0.0756, 0.186, 0.3067
Si, -0.1197, 0.0881, 0.2868
Si, 0.024, -0.0625, 0.2098
Si, -0.1864, 0.0428, 0.2035
Si, -0.0471, -0.1652, 0.3646
Si, -0.1446, 0.0358, 0.262
Si, -0.2646, 0.0088, 0.1483
Si, 0.0112, -0.0994, 0.3163
Si, 0.2704, 0.0209, 0.2979
Si, -0.0877, 0.1597, 0.3828
Si, 0.0253, 0.064, 0.0816
Si, -0.0757, 0.0044, 0.2147
Si, 0.0928, -0.0108, 0.0253
Si, -0.1199, 0.1994, 0.2708
Si, -0.0191, -0.0037, 0.23
Si, 0.1223, -0.0966, 0.1831
Si, -0.0941, 0.1754, 0.0285
Si, -0.0464, 0.1098, 0.2488
Si, -0.0387, -0.0831, 0.2452
Si, 0.0973, -0.1293, 0.2308
Si, 0.0652, 0.1869, 0.2219
Si, -0.0899, -0.0041, -0.0009
Si, 0.1059, -0.1386, 0.3594
Si, -0.0292, 0.241, 0.0781
Si, 0.1184, 0.0939, 0.236
Si, 0.1154, -0.0217, 0.3099
Si, -0.0372, -0.0427, 0.2604
Si, -0.0245, 0.0891, 0.1061
Si, -0.0372, 0.0645, 0.212
Si, -0.0081, -0.2527, 0.2141
Si, 0.0245, -0.0316, 0.3446
Si, -0.0152, 0.1055, 0.418
Si, 0.0135, 0.0263, 0.2261
Si, 0.0233, -0.2159, 0.2747
Si, -0.0888, 0.0472, 0.4487
Si, 0.0405, -0.1175, 0.3566
Si, 0.0948, -0.1136, 0.001
Si, 0.1091, 0.0499, -0.3321
Si, 0.2561, -0.0349, 0.2776
Si, 0.0948, -0.3351, -0.1195
Si, -0.1349, -0.0971, -0.2364
Si, 0.0792, 0.2117, 0.0044
Si, 0.2967, 0.2176, -0.1181
Si, 0.03, -0.0927, -0.2517
Si, -0.3538, 0.2176, 0.1201
Si, -0.1483, 0.1644, 0.2155
Si, -0.0048, 0.0443, 0.278
Si, 0.0147, -0.0261, 0.2023
Si, 0.2232, -0.2245, 0.3703
Si, 0.0197, -0.1033, -0.1717
Si, -0.0805, -0.1527, -0.0627
Si, -0.1124, -0.1754, 0.0481
Si, 0.162, -0.1212, 0.2114
Si, 0.0935, 0.0705, 0.1251
Si, -0.0043, 0.037, 0.1083
Si, 0.0172, 0.1657, 0.1225
Si, -0.08, 0.0219, -0.0396
Si, -0.1, 0.115, -0.1691
Si, 0.0067, 0.0834, -0.3595
Si, -0.0576, -0.2393, 0.0383
Si, 0.1021, -0.2684, 0.2932
Si, -0.0127, 0.0179, -0.0268
Si, -0.0273, -0.0877, -0.069
Si, -0.0632, 0.0663, 0.0335
Si, 0.1848, 0.0995, -0.175
Si, -0.2554, 0.2882, -0.0721
Si, 0.14, -0.0039, -0.3426
Si, 0.377, -0.0819, -0.4891
Si, 0.0081, -0.0555, -0.1537
Si, -0.0131, 0.0815, 0.5509
Si, 0.0155, 0.0186, 0.0311
Si, 0.0223, 0.0875, 0.1341
Si, 0.0621, 0.066, -0.0284
Si, -0.0135, -0.1733, 0.0264
Si, -0.2666, 0.0348, 0.101
Si, 0.0124, 0.0164, 0.4642
Si, -0.1464, -0.031, 0.1857
Si, 0.0452, 0.0522, 0.0927
Si, 0.0783, -0.0903, 0.2163
Si, 0.3486, 0.0745, 0.2771
Si, -0.0307, 0.1032, 0.4214
Si, -0.2271, 0.2307, 0.2337
Si, 0.0027, -0.0319, 0.206
Si, -0.0376, -0.0006, -0.036
Si, -0.0129, -0.0821, 0.0796
Si, 0.2206, 0.1662, 0.1732
Si, 0.0529, 0.0837, 0.2137
Si, 0.0564, 0.0001, 0.3201
Si, -0.2325, 0.0682, 0.2485
Si, 0.1748, 0.0555, 0.4164
Si, 0.0494, 0.0226, 0.2667
Si, 0.0121, -0.1985, 0.1997
Si, -0.1636, 0.1711, 0.2293
Si, 0.1642, -0.0083, 0.4209
Si, -0.2118, -0.0745, -0.1743
Si, -0.1043, -0.0464, 0.0505
Si, -0.1502, 0.1061, 0.3889
Si, 0.1135, 0.0755, -0.0158
Si, -0.1223, -0.0262, 0.204
Si, -0.0959, 0.034, 0.4543
Si, -0.07, -0.0584, -0.0061
Si, -0.0581, -0.053, -0.034
Si, -0.056, 0.107, 0.1878
Si, 0.0892, -0.2517, -0.3197
Si, 0.1281, -0.099, 0.0629
Si, -0.0708, 0.0501, -0.0792
Si, -0.0569, -0.0135, 0.1567
Si, -0.071, -0.1009, 0.1113
Si, 0.1372, 0.0732, 0.4033
Si, 0.008, -0.0061, -0.0017
Si, 0.1215, 0.0533, 0.3136
Si, 0.0503, -0.1541, 0.0938
Si, 0.152, -0.1122, 0.0749
Si, 0.1161, 0.0388, -0.0581
Si, -0.0671, -0.0764, -0.2553
Si, 0.2042, -0.0981, 0.1825
Si, 0.0745, 0.129, 0.4517
Si, 0.0366, 0.0853, 0.2403
Si, -0.0007, -0.1183, -0.1426
Si, -0.0212, 0.0124, 0.3096
Si, -0.0364, 0.0703, -0.0798
Si, 0.0316, 0.1649, -0.3602
Si, 0.1259, -0.2273, -0.1419
Si, 0.1493, -0.0263, -0.3155
Si, -0.1517, 0.1115, -0.0218
Si, -0.0357, -0.1898, 0.1187
Si, 0.0129, 0.0301, -0.1025
Si, 0.0567, -0.0926, -0.0047
Si, 0.0503, 0.1436, 0.2938
Si, -0.0023, -0.1725, -0.0498
Si, -0.0042, 0.0534, 0.0243
Si, 0.0111, 0.1517, 0.2734
Si, 0.0017, 0.0622, 0.1294
Si, 0.0059, -0.1955, 0.0842
Si, -0.0733, 0.2226, -0.2221
Si, -0.0192, -0.0765, -0.0082
Si, -0.1727, 0.0851, 0.2532
Si, -0.1177, -0.0228, -0.1203
Si, -0.0405, -0.0342, -0.2365
Si, 0.1618, 0.0327, -0.3238
Si, 0.046, 0.2298, -0.1342
Si, 0.0948, 0.1634, -0.0717
Si, 0.1416, 0.0681, 0.0852
Si, 0.0532, -0.024, -0.1801
Si, 0.0795, 0.0348, -0.3012
Si, 0.2291, 0.068, -0.434
Si, 0.1543, 0.0775, 0.2836
Si, 0.1086, 0.0821, -0.1001
Si, 0.0047, -0.1832, 0.006
Si, 0.2403, -0.1848, 0.3505
Si, 0.0277, 0.1828, -0.2284
Si, -0.0963, -0.0861, -0.2705
Si, 0.1893, 0.284, 0.3377
Si, -0.1953, -0.1046, 0.3303
Si, -0.0109, 0.1821, -0.3002
Si, 0.0773, -0.0329, -0.4026
Si, 0.1177, -0.0362, 0.1886
Si, -0.052, -0.0954, 0.2648
Si, -0.0079, -0.3621, 0.0693
Si, 0.0975, 0.056, 0.3072
Si, -0.0109, 0.039, 0.125
Si, -0.1337, 0.0059, 0.1339
Si, 0.0376, 0.0095, -0.3477
Si, -0.0071, 0.1575, -0.2333
Si, 0.0674, -0.0665, 0.0584
Si, 0.0596, 0.0264, -0.1055
Si, -0.033, 0.0464, -0.2207
Si, -0.1038, 0.0451, 0.3753
Si, 0.032, 0.1927, 0.0475
Si, -0.0513, -0.103, -0.3062
Si, -0.0891, 0.0053, -0.01
Si, 0.305, -0.1324, -0.2585
Si, -0.1275, -0.018, -0.0918
Si, -0.2664, 0.4599, -0.4466
Si, -0.076, 0.0228, -0.1877
Si, 0.0003, -0.0363, -0.2694
Si, 0.1539, 0.0532, 0.1257
Si, -0.0145, -0.0859, -0.4219
Si, 0.1355, -0.2467, -0.372
Si, 0.073, -0.0841, -0.3207
Si, 0.2473, -0.0861, -0.2659
Si, -0.0142, -0.1236, 0.1109
Si, -0.1015, -0.0414, -0.1996
Si, 0.1374, 0.1003, -0.0202
Si, -0.0847, 0.0412, -0.1504
Si, -0.0192, -0.0608, -0.3999
Si, 0.0762, -0.0019, -0.1976
Si, -0.008, 0.1654, -0.3022
Si, -0.0047, -0.0345, -0.2151
Si, -0.1543, -0.055, -0.303
Si, -0.0538, -0.0698, -0.0134
Si, 0.0248, -0.0439, -0.2276
Si, -0.2232, -0.1145, -0.1566
Si, -0.1412, 0.1709, -0.1807
Si, -0.2036, -0.2789, -0.1562
Si, -0.0368, 0.228, 0.0528
Si, -0.0883, -0.0094, -0.2999
Si, 0.0627, -0.1354, -0.2591
Si, 0.3197, 0.0262, -0.2489
Si, -0.0697, -0.0037, -0.3252
Si, 0.0583, -0.0369, -0.3841
O, 0.0546, -0.1477, 0.3352
O, -0.1203, -0.1281, 0.02
O, -0.0548, -0.072, 0.3415
O, -0.0821, 0.1028, 0.1933
O, 0.125, 0.1587, 0.1374
O, 0.1627, 0.017, 0.3112
O, -0.3484, 0.4697, 0.3668
O, -0.0117, -0.0484, -0.0626
O, -0.1335, -0.1682, 0.1304
O, -0.1945, 0.2632, -0.0903
O, 0.0037, -0.0478, -0.0044
O, -0.1456, 0.0886, 0.1516
O, 0.0107, 0.4313, 0.2102
O, -0.2052, -0.0911, 0.4741
O, 0.2667, 0.0122, 0.1014
O, 0.1192, 0.3169, 0.0496
O, -0.1811, -0.2183, 0.3686
O, 0.0286, 0.073, -0.007
O, -0.0518, -0.1108, 0.0669
O, -0.2339, -0.0794, 0.1458
O, -0.1227, -0.3293, 0.2536
O, 0.1666, -0.1989, -0.0527
O, -0.2582, 0.2139, -0.0024
O, 0.2483, 0.1735, 0.133
O, -0.3068, -0.201, 0.1151
O, 0.1594, 0.0077, 0.5686
O, -0.2747, 0.0609, 0.1578
O, 0.001, 0.0258, 0.002
O, -0.1014, -0.3027, 0.7154
O, -0.053, -0.1431, 0.1822
O, 0.1946, 0.1206, 0.1957
O, 0.1274, 0.0651, -0.0215
O, -0.2385, -0.0142, 0.0916
O, 0.1828, 0.1494, -0.0444
O, -0.0425, -0.2672, 0.721
O, 0.0316, -0.027, 0.0011
O, 0.0124, -0.2699, 0.6061
O, 0.0862, 0.0743, 0.3371
O, -0.0002, 0.2841, 0.4398
O, 0.0146, 0.1359, 0.1974
O, 0.0874, 0.1117, 0.1077
O, 0.0245, 0.1996, 0.3746
O, 0.0509, -0.0086, 0.3387
O, -0.1943, 0.2506, -0.1995
O, -0.025, -0.2297, 0.1111
O, 0.076, -0.1575, 0.4208
O, 0.07, -0.2149, 0.0799
O, -0.3424, 0.0588, 0.4396
O, -0.1901, 0.1153, 0.2431
O, 0.1439, -0.2165, 0.2355
O, -0.0183, 0.3222, 0.2677
O, -0.157, 0.0017, -0.0248
O, -0.2762, 0.3147, 0.3253
O, -0.1152, 0.1943, 0.1555
O, -0.0426, -0.1416, -0.1296
O, -0.1011, 0.0052, 0.3763
O, -0.24, -0.0278, 0.3218
O, -0.0687, 0.0025, 0.1999
O, 0.119, 0.0121, 0.1495
O, 0.2369, 0.0654, 0.2512
O, 0.0543, -0.1974, 0.2535
O, -0.0716, -0.1605, 0.0272
O, 0.1031, 0.0215, 0.0691
O, -0.1407, 0.1299, 0.1629
O, 0.2907, 0.1828, 0.0938
O, 0.3134, 0.1371, 0.4689
O, -0.0689, -0.008, 0.131
O, 0.1797, -0.4537, -0.0349
O, 0.207, 0.0794, 0.1597
O, 0.1412, -0.2103, 0.1419
O, 0.187, -0.0987, 0.09
O, 0.3553, -0.103, -0.3259
O, 0.152, -0.0076, -0.5752
O, 0.2283, -0.2704, 0.2374
O, 0.0538, 0.2565, -0.2503
O, 0.0753, -0.0942, -0.0392
O, -0.1888, 0.1462, 0.0748
O, -0.0067, 0.0109, -0.1736
O, 0.0401, -0.1153, 0.2016
O, 0.2857, -0.0898, -0.4521
O, 0.1731, -0.0302, -0.3491
O, -0.157, -0.0392, -0.0414
O, 0.1154, -0.3254, -0.2114
O, -0.0327, 0.467, 0.0224
O, 0.0786, -0.0424, 0.1496
O, -0.2563, -0.3331, -0.6558
O, -0.0106, -0.1861, -0.227
O, 0.0339, -0.0419, -0.2997
O, -0.1529, -0.2292, -0.3148
O, -0.2475, -0.1646, -0.1042
O, 0.1915, -0.2199, 0.0397
O, 0.4967, -0.4202, -0.3888
O, -0.0597, 0.0681, -0.3724
O, 0.0773, -0.095, -0.2597
O, 0.2801, -0.057, -0.0155
O, -0.0124, 0.0821, -0.622
O, 0.0398, -0.0714, -0.0444
O, 0.1521, -0.0534, -0.2521
O, 0.0541, -0.1941, -0.209
O, -0.2057, -0.1704, -0.0126
O, 0.141, 0.0587, -0.1746
O, -0.0774, 0.1762, 0.0851
O, 0.0517, -0.0766, -0.2446
O, -0.02, 0.4632, -0.6726
O, 0.089, 0.0567, -0.2727
O, 0.0264, -0.0491, -0.2036
O, -0.0371, -0.0634, -0.291
O, -0.0899, -0.0677, -0.1395
O, 0.0205, 0.0528, -0.0778
O, 0.1166, 0.2239, -0.5477
O, 0.2192, -0.1203, -0.1359
O, 0.1918, 0.0673, -0.2838
O, 0.068, 0.081, -0.2528
O, 0.1534, 0.0051, 0.0242
O, -0.3323, 0.2369, -0.3285
O, -0.0865, 0.0037, -0.007
O, -0.2921, 0.0986, 0.1169
O, 0.1484, -0.0352, -0.0705
O, 0.2, -0.2735, -0.6371
O, 0.0135, 0.0736, 0.2099
O, -0.0637, -0.1028, 0.0205
O, 0.0393, 0.0361, -0.8157
O, 0.1909, 0.0074, -0.1157
O, 0.1954, 0.0104, 0.0425
O, -0.0787, 0.1795, -0.5417
O, -0.1396, 0.0495, -0.0329
O, 0.0366, 0.0224, 0.089
O, -0.0744, -0.1608, -0.2197
O, 0.2183, 0.0788, -0.0815
O, -0.1214, 0.097, -0.4069
O, -0.0128, -0.1472, -0.0039
O, -0.0738, 0.2591, -0.4209
O, 0.0414, -0.105, 0.0607
O, 0.0771, 0.0743, -0.4872
O, 0.1982, -0.1954, -0.197
O, -0.1771, 0.0314, -0.2718
O, -0.1624, -0.0592, 0.1212
O, -0.3438, 0.354, -0.482
O, -0.0475, -0.0255, 0.0002
O, -0.0313, -0.0404, -0.0844
O, 0.1194, -0.2162, -0.3305
O, 0.1002, -0.1275, -0.1146
O, 0.099, -0.0859, -0.0985
O, -0.0196, 0.0509, 0.2278
O, 0.2593, -0.188, -0.3158
O, -0.0044, 0.0086, -0.2085
O, -0.0296, -0.0948, 0.0403
O, 0.097, 0.2674, -0.2613
O, -0.1419, -0.0877, -0.2604
O, -0.1337, -0.2725, -0.1964
O, 0.0602, 0.1495, -0.1195
O, -0.0389, 0.0489, 0.1076
O, -0.1797, 0.1138, -0.242
O, -0.2209, 0.0535, -0.1803
O, -0.198, 0.2513, 0.0675
O, -0.0439, 0.0795, -0.1822
O, -0.2931, -0.1894, -0.0818
O, 0.0986, -0.0422, -0.1953
O, -0.1019, 0.1387, -0.1441
O, -0.1505, -0.0292, -0.0196
O, 0.203, 0.079, -0.194
O, -0.0061, -0.0274, 0.2491
O, -0.0741, 0.2259, -0.2199
O, -0.1686, -0.0302, 0.0214
O, -0.1052, -0.0267, -0.2219
O, -0.0742, -0.1128, 0.1141
O, 0.1692, -0.1281, 0.1634
O, 0.1031, -0.0024, 0.0401
O, 0.2101, -0.0964, 0.0423
O, -0.43, 0.0133, -0.1833
O, -0.0796, -0.2538, -0.179
O, -0.0112, 0.2003, 0.0059
O, -0.3034, 0.0386, -0.3276
O, -0.1484, -0.1376, 0.0271
O, 0.1494, 0.0223, -0.0109
O, -0.1737, 0.1386, 0.1482
O, -0.1103, -0.2838, -0.4638
O, -0.1757, -0.3521, -0.1758
O, 0.0874, 0.2318, 0.343
O, 0.018, -0.0459, -0.0458
O, 0.162, -0.0889, 0.0662
O, -0.0587, 0.1551, -0.2167
O, -0.0802, -0.2103, -0.0342
O, -0.0928, -0.2292, -0.3333
O, -0.1197, -0.0566, -0.0728
O, 0.1428, -0.1884, 0.0959
O, 0.2951, -0.0508, -0.2072
O, -0.0996, 0.1983, -0.0661
O, 0.1466, 0.0207, -0.1713
O, -0.1013, -0.0737, -0.2832
O, 0.0388, -0.0574, 0.1712
O, -0.1918, -0.067, -0.3545
O, -0.1326, -0.1112, -0.1056
O, 0.0418, -0.2166, -0.0778
O, 0.073, 0.1181, 0.1845
O, -0.0308, -0.0814, -0.2113
O, 0.3447, -0.1881, -0.2273
O, 0.0351, -0.1506, -0.0578
O, -0.1058, 0.1565, -0.0192
O, 0.0022, 0.1792, 0.1545
O, -0.0265, 0.0219, 0.1066
O, 0.1638, -0.0608, 0.1857
O, -0.0731, -0.0855, -0.1656
O, -0.1437, -0.0036, -0.1076
O, 0.0503, -0.1731, -0.0722
O, -0.1241, 0.0104, 0.23
O, 0.0858, -0.1, 0.0942
O, -0.0573, -0.0116, -0.2554
O, -0.1307, 0.0735, 0.0168
O, 0.1456, -0.1568, 0.0574
O, 0.0391, -0.1015, 0.2581
O, -0.1422, 0.114, -0.0196
O, -0.0374, 0.0984, -0.0035
O, 0.183, -0.1654, 0.3346
O, -0.0563, -0.0823, 0.0721
O, -0.1816, 0.0912, -0.2151
O, 0.2219, -0.3435, 0.0602
O, 0.0197, -0.1768, 0.0728
O, 0.0785, -0.0432, -0.1813
O, 0.0635, 0.1923, -0.0844
O, -0.0397, -0.179, -0.1636
O, -0.033, -0.1941, -0.1851
O, 0.0507, 0.0354, -0.2617
O, -0.2249, 0.1763, 0.2785
O, 0.1392, 0.1271, -0.0607
O, -0.203, 0.2238, -0.2425
O, 0.0897, 0.019, -0.2129
O, -0.1731, -0.0211, 0.1238
O, -0.0054, -0.1881, 0.0832
O, 0.0329, 0.1768, 0.0823
O, -0.2356, 0.1996, 0.2484
O, -0.0765, 0.1637, 0.0717
O, -0.1156, -0.2638, 0.2795
O, 0.0871, -0.1062, 0.2712
O, 0.0566, -0.026, -0.1289
O, 0.1519, 0.1627, -0.0809
O, 0.0267, -0.3565, -0.0911
O, -0.0185, -0.2019, -0.0768
O, -0.1833, 0.0793, -0.3191
O, 0.085, -0.0921, 0.0096
O, 0.1033, 0.033, 0.2498
O, 0.1308, -0.1, 0.3308
O, -0.1009, 0.1523, 0.1364
O, 0.1402, -0.2904, 0.3596
O, -0.1017, 0.0659, -0.0893
O, 0.0551, -0.0966, 0.2655
O, 0.0843, 0.1107, 0.1898
O, -0.1085, 0.0422, 0.0917
O, 0.1308, 0.2108, 0.1078
O, -0.0052, -0.0765, -0.1358
O, -0.145, -0.2034, -0.0366
O, -0.016, -0.0722, -0.2805
O, -0.0468, 0.2298, 0.0823
O, 0.0147, -0.0588, 0.14
O, -0.147, 0.1224, -0.2918
O, 0.1039, -0.0895, 0.1214
O, -0.161, -0.1639, -0.2094
O, 0.0345, 0.1148, -0.1682
O, 0.0202, 0.1516, -0.3228
O, -0.112, -0.1003, 0.0673
O, 0.1384, 0.1925, 0.1425
O, -0.0414, -0.1986, -0.008
O, -0.0952, 0.035, -0.0003
O, -0.0325, -0.088, 0.0334
O, 0.1949, -0.0276, 0.0311
O, -0.2063, 0.129, -0.3304
O, -0.0673, 0.16, 0.0956
O, -0.041, 0.1086, -0.0726
O, 0.0143, 0.0793, -0.1652
O, -0.0254, -0.1346, -0.1385
O, -0.0049, -0.0813, 0.0439
O, 0.2097, 0.0198, 0.0317
O, 0.0049, -0.0152, 0.321
O, 0.0623, -0.0728, 0.1484
O, 0.0553, -0.2238, 0.2037
O, -0.1077, 0.0854, 0.3274
O, 0.2209, -0.0524, 0.0587
O, 0.0425, -0.0189, 0.1527
O, -0.1555, 0.1031, -0.0213
O, 0.111, -0.001, 0.006
O, -0.048, -0.1654, 0.2278
O, 0.3887, -0.1632, 0.1864
O, -0.1462, -0.2666, 0.2991
O, 0.1037, -0.1384, -0.2361
O, 0.0361, 0.2689, 0.2706
O, -0.2745, 0.0995, 0.3252
O, -0.1866, -0.002, 0.0174
O, -0.0214, -0.1405, -0.0401
O, -0.1273, 0.1999, 0.3736
O, 0.1299, 0.2005, 0.2265
O, -0.0145, 0.0615, 0.0475
O, 0.0477, 0.1955, 0.3831
O, -0.2409, 0.1081, 0.3105
O, 0.2104, 0.0388, -0.0992
O, 0.1353, 0.0863, 0.2265
O, -0.1628, -0.1798, 0.3438
O, -0.0494, 0.0966, -0.158
O, -0.2154, 0.4101, 0.0051
O, -0.0438, -0.1258, 0.0934
O, -0.0861, -0.1664, 0.2791
O, 0.0314, 0.0166, -0.1696
O, -0.172, -0.1471, 0.0575
O, 0.2709, 0.1571, -0.082
O, -0.0978, -0.3208, 0.1677
O, 0.0508, -0.0726, -0.0149
O, -0.092, -0.0729, 0.1384
O, -0.0286, 0.2187, -0.2455
O, 0.0516, -0.0375, 0.3145
O, -0.0851, -0.0052, 0.1425
O, -0.0317, 0.2123, 0.2222
O, 0.1423, -0.0265, -0.0074
O, -0.001, 0.2494, 0.0694
O, -0.2193, 0.1291, 0.1051
O, 0.0959, 0.0831, -0.2013
O, 0.053, 0.0674, 0.4327
O, 0.2718, -0.1931, 0.0902
O, -0.0057, 0.1418, -0.2872
O, 0.213, -0.371, 0.0539
O, -0.093, 0.0202, -0.1149
O, -0.1531, -0.1264, -0.2117
O, 0.0189, 0.1814, 0.2287
O, -0.1474, 0.0806, 0.165
O, -0.0514, -0.0837, -0.1995
O, 0.1001, -0.1006, 0.0402
O, 0.0499, -0.0227, -0.0106
O, 0.1791, -0.1506, 0.0348
O, 0.0689, -0.1994, -0.1507
O, -0.1726, -0.2898, 0.1372
O, 0.0688, 0.0403, 0.2539
O, 0.1098, 0.0658, -0.2238
O, -0.0796, -0.0434, -0.0184
O, 0.0575, 0.1206, 0.2492
Si, -0.0016, 0.0309, 0.0229
Si, -0.0284, 0.0325, 0.0062
Si, 0.0178, -0.0163, -0.036
Si, -0.0079, -0.0171, -0.0422
Si, -0.0047, -0.0594, -0.0656
Si, -0.0217, -0.0867, -0.0472
Si, -0.0097, 0.0257, -0.0533
Si, 0.0067, 0.055, -0.0937
Si, 0.0292, 0.0073, -0.1243
Si, -0.0228, -0.0072, -0.0436
Si, -0.0302, 0.0136, -0.0359
Si, -0.0462, -0.083, 0.0097
Si, -0.0707, -0.0106, -0.0089
Si, -0.0408, -0.0464, -0.073
Si, -0.0024, 0.0326, -0.0186
Si, 0.0449, 0.0246, 0.0095
Si, 0.0305, 0.0454, -0.0555
Si, -0.0142, 0.0132, -0.0588
Si, -0.0535, -0.012, -0.0383
Si, -0.0138, -0.0543, -0.0131
Si, -0.0113, -0.0053, 0.0261
Si, 0.0066, 0.027, 0.0166
Si, 0.0127, 0.009, 0.0092
Si, 0.0097, -0.0018, -0.0113
Si, 0.0318, 0.0059, 0.0024
Si, 0.0424, 0.0196, -0.0241
Si, -0.0321, 0.0364, -0.001
Si, 0.045, 0.0496, -0.0276
Si, 0.0624, 0.0227, -0.0483
Si, -0.034, 0.0185, -0.0322
Si, -0.0309, -0.0127, -0.0082
Si, 0.0616, -0.0118, 0.004
Si, -0.0145, 0.0246, -0.051
Si, -0.0754, 0.0025, -0.0761
Si, -0.0395, 0.0177, -0.0344
Si, -0.0155, -0.0027, 0.0287
Si, 0.016, -0.0276, 0.0121
Si, -0.0278, -0.001, 0.0096
Si, 0.0052, -0.0113, -0.006
Si, -0.0141, -0.0403, -0.0101
Si, 0.0172, -0.006, -0.0096
Si, 0.0551, 0.0122, 0.0061
Si, 0.0042, -0.0023, 0.0109
Si, 0.0877, -0.0463, 0.0312
Si, -0.0161, 0.0315, -0.0045
Si, 0.0236, 0.0417, -0.0416
Si, -0.0042, 0.0622, -0.0108
Si, 0.1044, -0.0911, -0.0306
Si, -0.0142, 0.0287, -0.0158
Si, -0.0068, 0.023, -0.028
Si, -0.0244, -0.0186, 0.0006
Si, -0.0092, -0.0561, 0.0142
Si, -0.0124, -0.0105, 0.0349
Si, 0.028, -0.0093, 0.0237
Si, 0.0245, 0.015, -0.0187
Si, -0.0106, 0.0282, -0.0273
Si, 0.0182, 0.006, 0.0017
Si, 0.0126, -0.0186, 0.0041
Si, -0.0172, 0.0353, -0.0329
Si, -0.0202, 0.0196, 0.0114
Si, -0.0142, -0.0149, -0.0035
Si, -0.0299, 0.0019, -0.0082
Si, 0.0305, -0.0752, -0.034
Si, -0.0075, -0.0346, -0.012
Si, -0.0115, -0.0133, 0.0205
Si, -0.0151, 0.007, 0.0151
Si, -0.0249, 0.0155, -0.013
Si, 0.0048, -0.0313, -0.0008
Si, 0.0568, -0.041, 0.021
Si, 0.0116, 0.0301, 0.0005
Si, 0.0571, -0.0313, 0.0067
Si, 0.0399, -0.0265, -0.0094
Si, 0.0117, -0.0054, -0.0045
Si, -0.0445, 0.0282, -0.0006
Si, 0.011, 0.0151, 0.0014
Si, 0.0084, 0.007, -0.0007
Si, -0.0215, -0.0053, -0.002
Si, 0.0021, 0.0199, -0.0079
Si, 0.0143, 0.0387, -0.0087
Si, -0.0243, 0.0048, -0.0062
Si, -0.0027, -0.0019, 0.0044
Si, -0.0025, 0.0197, -0.0131
Si, -0.0582, -0.0402, 0.0172
Si, 0.0006, 0.0102, 0.0068
Si, 0.0076, 0.0064, -0.0091
Si, -0.0233, -0.053, -0.012
Si, 0.0048, -0.0157, -0.009
Si, -0.0001, -0.0021, -0.0077
Si, -0.0148, -0.0179, 0.004
Si, 0.0127, 0.0061, -0.0003
Si, -0.0447, 0.0125, 0.0145
Si, -0.0166, -0.0023, 0.0059
Si, -0.0077, 0.0059, 0.0114
Si, -0.0272, 0.007, 0.0111
Si, -0.0271, 0.0051, 0.0208
Si, 0.0106, 0.0156, -0.0007
Si, 0.0224, -0.0166, -0.0058
Si, 0.0047, 0.0257, -0.0082
Si, -0.0179, 0.0144, -0.0074
Si, 0.0423, 0.0264, 0.0117
Si, 0.0214, 0.0205, 0.0022
Si, -0.0277, -0.0264, 0.0037
Si, -0.0244, -0.0127, 0.0169
Si, 0.0294, 0.0277, -0.0037
Si, -0.0186, 0.0403, 0.0017
Si, -0.0533, 0.0134, 0.0103
Si, 0.0163, 0.0505, -0.0124
Si, -0.0424, 0.0058, 0.0005
Si, -0.004, -0.0129, 0.0055
Si, 0.0057, -0.02, 0.0066
Si, -0.0139, -0.0295, -0.0009
Si, -0.0246, -0.0021, 0.0058
Si, 0.015, -0.0045, -0.001
Si, 0.0184, -0.015, 0.0034
Si, 0.0138, -0.0151, -0.0048
Si, 0.0469, -0.0025, 0.0031
Si, 0.0098, 0.0074, -0.0062
Si, 0.0207, 0.0152, 0.0023
Si, 0.0355, -0.026, 0.0029
Si, 0.0209, 0.006, 0.0061
Si, -0.0091, -0.0192, 0.0007
Si, -0.0019, 0.0081, 0.0044
Si, 0.0082, -0.0208, 0.005
Si, 0.0064, -0.0281, 0.0015
Si, 0.002, 0.0099, -0.008
Si, 0.0037, -0.0209, 0.0032
Si, 0.0254, -0.0005, -0.0012
Si, 0.0145, 0.0047, -0.0032
Si, 0.003, 0.0161, -0.0053
Si, 0.0211, -0.0123, 0.0037
Si, 0.0037, 0.0063, 0.0085
Si, -0.0003, -0.0031, 0.0007
Si, -0.016, -0.0053, 0.0023
Si, 0.0178, -0.0191, 0.0062
Si, 0.0301, -0.0303, -0.0003
Si, -0.0151, -0.0337, 0.0097
Si, -0.0273, -0.0061, -0.0022
Si, -0.0003, -0.003, -0.0034
Si, 0.0203, 0.0099, -0.0046
Si, -0.0173, -0.0057, -0.0037
Si, 0.025, -0.0089, 0.0044
Si, 0.017, 0.0029, -0.0039
Si, 0.0022, -0.0091, 0.003
Si, 0.0223, 0.0177, 0.006
Si, -0.0101, 0.0185, 0.0021
Si, -0.0179, -0.0049, -0.0003
Si, 0.0117, 0.0105, -0.0004
Si, 0.013, -0.0003, 0.0003
Si, -0.0062, 0.0015, -0.0043
Si, -0.0188, 0, -0.0046
Si, -0.0002, 0.0161, -0.0027
Si, -0.0098, 0.0221, 0.0028
Si, -0.0094, 0.0187, 0.0023
Si, -0.0099, 0.0064, 0.002
Si, -0.0214, 0.0164, 0.0018
Si, -0.0264, 0.007, 0.0026
Si, -0.0115, 0.0019, -0.0001
Si, -0.0039, 0.0011, -0.006
Si, 0.0026, -0.0003, -0.0043
Si, -0.0084, 0.0017, -0.0037
Si, -0.0054, -0.0008, -0.0047
Si, 0.0066, -0.0029, 0.0023
Si, -0.0238, 0, 0.0074
Si, -0.0216, 0.0082, 0.0036
Si, -0.0122, 0.0087, 0.0049
Si, -0.0101, 0.0163, 0.0045
Si, -0.0095, 0.0098, 0.0056
Si, 0.0087, 0.019, 0.003
Si, 0.0046, -0.0024, -0.0004
Si, 0.0014, -0.0059, -0.0049
Si, 0.0071, -0.0022, -0.0028
Si, 0.0002, 0.0052, 0.0002
Si, -0.0175, -0.0024, 0.0016
Si, -0.0005, 0.011, -0.0009
Si, 0.0053, 0.009, 0.0047
Si, -0.0145, 0.0031, 0.0021
Si, -0.0182, 0.0159, 0.0035
Si, -0.0263, 0.0141, 0.0043
Si, -0.0109, 0.0129, 0.0047
Si, -0.016, 0.0056, 0.0059
Si, 0.0134, -0.014, 0.004
Si, 0.0052, -0.0107, 0.0023
Si, -0.0083, -0.0212, 0.0029
Si, 0, -0.0217, 0.0047
Si, 0.0089, -0.0033, -0.0005
Si, 0.029, -0.0009, 0.0016
Si, 0.0026, -0.0089, -0.0069
Si, 0.016, -0.0041, -0.0062
Si, 0.0119, 0.0084, -0.0044
Si, 0.0154, 0.0065, -0.0029
Si, 0.01, -0.0047, 0.0061
Si, 0.0007, -0.0071, 0.0051
Si, 0.0028, -0.0089, 0.0045
Si, 0.0028, -0.0249, 0.004
Si, 0.0087, -0.0234, 0.0013
Si, 0.0144, -0.0156, 0.001
Si, 0.0018, -0.0146, 0.001
Si, 0.0008, -0.0023, -0.0017
Si, 0.0185, 0.0057, 0.0011
Si, 0.0143, 0.0059, 0.0009
Si, 0.0097, 0.0044, -0.0041
Si, 0.0124, 0.0079, -0.0064
Si, 0.0091, -0.0024, -0.001
Si, 0.0044, -0.0028, 0.0049
Si, 0.0043, -0.0012, 0.0056
Si, 0.0074, -0.0215, 0.0025
Si, 0.0079, -0.0205, 0.0034
Si, -0.0016, -0.0212, 0.0013
Si, 0.01, -0.0163, -0.0051
Si, -0.0051, -0.0113, -0.0019
Si, 0.0019, 0.004, -0.0013
Si, 0.0009, 0.0077, -0.0071
Si, 0.0122, -0.0015, 0.0004
Si, 0.0149, -0.0075, 0.0004
Si, 0.0065, 0.0094, -0.005
Si, 0.0089, -0.0148, -0.0053
Si, -0.0085, 0.0044, -0.0018
Si, -0.0134, 0.0058, 0.0026
Si, -0.0096, -0.0076, -0.0051
Si, -0.0119, 0.0044, -0.0019
Si, -0.0017, 0.0039, -0.0029
Si, -0.0153, -0.0001, -0.0043
Si, -0.0093, 0.0122, 0.0065
Si, -0.0114, 0.0116, 0.001
Si, -0.0094, 0.0098, 0.0017
Si, -0.0089, 0.0102, 0.0085
Si, -0.0141, 0.0221, 0.0015
Si, -0.0096, 0.0125, -0.004
Si, -0.003, -0.0131, -0.0006
Si, -0.0078, 0.0124, -0.0059
Si, -0.0085, 0.005, -0.0008
Si, -0.0069, -0.0037, -0.0038
Si, -0.0134, -0.0049, -0.002
Si, -0.002, -0.0028, 0.0022
Si, -0.0101, 0.0188, 0.001
Si, -0.0044, 0.0026, 0.0018
Si, -0.0074, 0.0151, 0.0084
Si, -0.0072, 0.0079, 0.0007
Si, -0.0072, 0.0187, -0.0049
Si, -0.0006, 0.0111, 0.0077
Si, -0.008, 0.0121, -0.0081
Si, 0.0066, -0.0013, -0.0012
Si, -0.0031, -0.0058, -0.0024
Si, -0.0184, -0.0001, -0.0053
Si, -0.011, 0.0023, 0.0027
Si, -0.0003, 0.0024, -0.0044
Si, 0.0076, 0.0024, -0.0011
Si, -0.0168, 0.0124, 0.0025
Si, -0.0153, 0.0158, 0
Si, -0.0046, 0.0149, -0.0011
Si, 0.0008, 0.0093, 0.0097
Si, -0.0174, 0.0215, 0.0009
Si, 0.0054, -0.0214, -0.0002
Si, -0.0038, 0.0008, 0.0003
Si, 0.0197, -0.0123, 0.0018
Si, 0.0188, -0.0301, 0.0099
Si, -0.0038, -0.0098, 0.0008
Si, 0.0224, -0.0021, -0.0002
Si, -0.0032, 0.0081, -0.01
Si, 0.0157, -0.0001, -0.0004
Si, 0.0086, 0.0029, -0.0003
Si, 0.0078, 0.0011, -0.006
Si, -0.0011, -0.0147, -0.0015
Si, 0.0039, -0.0071, 0.001
Si, 0.0114, -0.011, 0.0083
Si, 0.0133, -0.0155, 0.0029
Si, 0.003, -0.0208, 0.0065
Si, 0.0081, -0.0179, -0.0005
Si, 0.0112, -0.0013, -0.0039
Si, 0.0152, -0.0164, 0.003
Si, 0.0115, 0.0032, -0.0056
Si, 0.0022, 0.009, -0.0016
Si, 0.0035, 0.0066, -0.0056
Si, 0.0154, 0.0108, -0.0042
Si, 0.0191, -0.0077, -0.0029
Si, 0.005, -0.0112, -0.0049
Si, 0.018, -0.0388, -0.0001
Si, -0.0008, -0.011, 0.003
Si, 0.0109, -0.0128, -0.0032
Si, 0.0261, -0.0083, 0.0028
Si, 0.0144, -0.0081, -0.0021
Si, -0.017, -0.009, 0.0032
Si, -0.0046, 0.0095, -0.0059
Si, 0.003, -0.0035, -0.0037
Si, 0.0117, -0.0035, -0.0098
Si, -0.0057, 0.0016, -0.0079
Si, 0.0062, -0.0012, 0.0002
Si, -0.0014, -0.0068, -0.0065
